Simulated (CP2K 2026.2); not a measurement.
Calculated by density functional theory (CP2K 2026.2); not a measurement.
Periodic cell of 2016 atoms, Si1440O576, from a study of silicon, its oxide and their interface. The atomic structure is a simulated model.
Doubt: the forces sum to 4.48 eV/angstrom along one axis rather than to zero, so they err by at least 0.0022 eV/angstrom per atom on average; the grid cutoff is modest.

Settings
functional: PBE
method: Gaussian and plane waves
basis set: DZVP-MOLOPT-SR-GTH
pseudopotentials: GTH-PBE
grid cutoff: 300 Ry, relative cutoff 40 Ry
k points: Gamma only
occupations: fixed
spin: none
net charge: 0

Cell vectors (angstrom)
a	65.28	0	0
b	0	16.32	0
c	0.2315	0.3013	33.143

Atoms and the computed forces on them: element, x, y, z (angstrom), force x, y, z (eV/angstrom)
Si	1.407	-1.601	0.062	-0.093	0.237	0.706
Si	4.268	1.429	0.375	-0.298	-0.013	0.662
Si	0.974	4.258	0.171	0.161	-0.126	0.754
Si	3.635	7.063	0.109	0.28	-0.234	0.688
Si	1.401	-7.028	0.252	-0.134	0.242	0.79
Si	3.692	-3.772	0.086	0.16	-0.162	0.759
Si	6.326	-0.952	0.065	0.261	-0.261	0.674
Si	9.148	1.646	0.147	0.185	-0.126	0.693
Si	7.019	3.981	0.064	-0.26	0.139	0.64
Si	8.959	7.16	0.003	0.337	-0.154	0.665
Si	6.766	9.412	0.014	-0.17	0.206	0.714
Si	9.554	-4.207	-0.079	-0.281	0.311	0.663
Si	12.312	-1.386	0.249	-0.201	0.101	0.752
Si	14.947	1.29	0.211	-0.257	0.403	0.66
Si	12.142	4.185	0.365	0.061	-0.329	0.664
Si	14.598	6.661	0.107	0.236	0.181	0.595
Si	11.841	-6.417	0	0.242	-0.387	0.707
Si	14.439	-3.706	-0.095	0.35	-0.207	0.647
Si	17.264	-0.892	0.071	0.34	-0.449	0.637
Si	20.086	1.757	-0.138	0.182	-0.294	0.722
Si	17.906	4.04	-0.078	-0.326	0.189	0.678
Si	20.194	7.117	-0.147	0.271	-0.303	0.67
Si	17.817	-7.052	-0.173	-0.37	0.276	0.622
Si	20.11	-4.043	-0.428	0.28	-0.091	0.7
Si	23.388	-1.688	-0.201	-0.348	0.293	0.591
Si	25.57	1.522	-0.092	0.305	-0.217	0.639
Si	23.319	3.831	-0.199	-0.278	0.382	0.586
Si	25.634	7.137	-0.161	0.119	-0.22	0.676
Si	23.395	-6.982	0.039	-0.109	0.124	0.674
Si	25.679	-3.948	-0.181	0.357	-0.245	0.614
Si	28.886	-1.456	0.001	-0.33	0.202	0.606
Si	31.12	1.734	-0.071	0.265	-0.359	0.686
Si	28.845	3.933	-0.026	-0.271	0.158	0.64
Si	31.335	6.876	-0.041	0.148	-0.233	0.652
Si	29.114	-7.194	-0.16	-0.265	0.203	0.739
Si	31.119	-3.773	-0.343	0.445	-0.412	0.553
Si	34.295	-1.265	-0.209	-0.087	-0.264	0.723
Si	36.618	1.567	-0.078	0.312	-0.287	0.629
Si	34.335	3.779	0.149	-0.113	0.243	0.735
Si	36.636	6.884	-0.173	0.178	-0.046	0.691
Si	34.469	-7.119	-0.344	-0.231	0.11	0.628
Si	37.096	-4.507	-0.285	-0.123	0.351	0.8
Si	40.001	-1.8	-0.02	-0.162	0.15	0.758
Si	-23.13	1.57	0.013	0.077	-0.166	0.686
Si	39.868	3.732	-0.049	-0.151	0.161	0.693
Si	-22.958	6.684	0.05	0.345	-0.25	0.697
Si	40.123	-7.349	-0.161	-0.351	0.379	0.683
Si	-22.878	12.46	-0.009	0.117	-0.351	0.645
Si	-19.977	-1.772	0.217	-0.125	0.334	0.705
Si	-17.851	1.479	0.137	0.267	-0.085	0.702
Si	-19.975	3.782	0.209	-0.198	0.157	0.804
Si	-17.567	6.783	0.569	-0.005	-0.09	0.496
Si	-19.734	8.991	0.109	-0.186	0.203	0.643
Si	-17.619	12.526	0.506	-0.076	-0.24	0.638
Si	-14.638	-1.438	0.341	-0.288	0.11	0.726
Si	-12.192	1.111	0.219	-0.08	0.25	0.664
Si	-15.455	4.561	0.132	0.139	-0.113	0.783
Si	-12.5	7.137	0.081	0.071	-0.201	0.738
Si	-14.875	9.162	0.19	-0.016	0.235	0.622
Si	-12.665	12.413	0.02	0.358	-0.226	0.58
Si	-9.918	-1.075	-0.036	0.255	-0.257	0.748
Si	-7.119	1.695	0.099	0.089	-0.265	0.749
Si	-9.363	3.913	0.167	-0.157	0.113	0.7
Si	-7.194	7.002	0.192	0.277	-0.09	0.722
Si	-9.315	-7.014	0.195	-0.116	0.103	0.741
Si	-6.492	-4.205	0.269	-0.249	0.057	0.663
Si	-3.958	-1.755	0.32	-0.046	0.232	0.725
Si	-1.866	1.59	0.199	0.223	-0.09	0.716
Si	-4.057	3.796	0.355	-0.013	0.225	0.7
Si	-1.16	6.547	0.195	-0.217	0.096	0.738
Si	-4.404	-6.457	0.433	-0.054	-0.127	0.692
Si	-1.731	-3.917	0.306	0.23	-0.046	0.726
Si	2.549	0.097	1.338	0.008	-0.031	-0.067
Si	5.5	2.905	1.592	0.046	0.055	-0.033
Si	2.582	5.436	1.444	-0.019	-0.01	-0.054
Si	5.278	8.194	1.372	0.01	-0.008	-0.035
Si	2.584	-5.377	1.426	0.004	0.002	-0.027
Si	5.264	-2.604	1.376	-0.003	0.001	-0.057
Si	7.997	0.059	1.404	-0.001	0.01	-0.055
Si	10.757	2.711	1.491	-0.009	-0.002	-0.015
Si	8.045	5.555	1.449	-0.001	-0.01	-0.036
Si	10.703	-8.085	1.213	0.028	-0.049	-0.057
Si	7.968	-5.325	1.285	0.023	-0.029	-0.05
Si	10.676	-2.643	1.33	0.015	-0.012	-0.054
Si	13.471	0.11	1.576	0.003	0.011	-0.024
Si	16.245	2.932	1.254	0.025	0.039	-0.052
Si	13.502	5.449	1.698	-0.031	0.008	-0.011
Si	16.163	-8.172	1.134	-0.003	0.016	-0.046
Si	13.461	-5.339	1.29	0.013	0.004	-0.045
Si	16.195	-2.684	1.154	-0.002	0.013	-0.04
Si	19.024	0.114	1.218	0.02	0.034	-0.058
Si	21.722	2.789	1.176	-0.009	0.007	-0.066
Si	19.091	5.535	1.235	0.009	0.029	-0.02
Si	21.762	-8.13	1.228	0.006	-0.005	-0.043
Si	18.924	-5.404	1.092	-0.008	-0.007	-0.046
Si	21.697	-2.83	0.975	-0.057	0.028	-0.06
Si	24.423	-0.055	1.165	-0.002	-0.02	-0.036
Si	27.228	2.695	1.144	-0.026	-0.007	-0.052
Si	24.47	5.488	1.071	-0.002	-0.03	-0.054
Si	27.326	-8.142	1.099	0.034	-0.008	-0.067
Si	24.592	-5.436	1.269	0.006	0.014	-0.037
Si	27.257	-2.735	1.093	-0.012	0.003	-0.032
Si	30.086	0.071	1.251	0.007	0.016	-0.01
Si	32.728	2.661	1.361	-0.023	-0.029	-0.018
Si	30.061	5.416	1.287	0.021	0.023	-0.065
Si	32.876	-8.157	1.122	0.028	0.006	-0.042
Si	30.13	-5.46	1.053	-0.002	0.032	-0.055
Si	32.86	-2.765	0.956	-0.005	0.029	-0.074
Si	35.562	-0.034	1.273	0.008	0.009	-0.052
Si	38.255	2.63	1.235	-0.015	0.011	-0.041
Si	35.519	5.426	1.286	0.005	0.006	-0.017
Si	38.315	-8.295	1.089	-0.027	0.02	-0.037
Si	35.531	-5.562	1.088	0.011	-0.01	-0.056
Si	38.307	-2.955	1.113	-0.039	0.004	-0.047
Si	-24.264	-0.096	1.254	-0.005	0.009	-0.04
Si	-21.641	2.682	1.438	0.017	-0.014	-0.065
Si	-24.292	5.268	1.334	-0.011	-0.012	-0.049
Si	-21.433	7.937	1.371	-0.029	0.003	-0.073
Si	-24.131	10.729	1.079	-0.012	-0.018	-0.026
Si	-21.548	-2.81	1.579	-0.007	-0.019	-0.046
Si	-18.985	-0.045	1.466	-0.019	-0.02	-0.068
Si	-16.286	2.722	1.402	0.034	0.003	-0.086
Si	-18.96	5.314	1.655	-0.021	-0.051	-0.037
Si	-16.169	8.104	1.791	0.004	-0.003	-0.035
Si	-18.85	10.765	1.439	-0.034	0.018	-0.037
Si	-16.205	-2.521	1.737	0.054	0.02	-0.03
Si	-13.511	-0.014	1.747	0.01	0.018	-0.014
Si	-10.961	2.728	1.399	0.018	-0.014	-0.043
Si	-13.649	5.501	1.367	0.007	0.006	-0.066
Si	-10.946	8.212	1.487	0.02	-0.006	-0.058
Si	-13.717	10.845	1.412	0.005	-0.046	-0.047
Si	-10.933	-2.787	1.269	0.001	0.002	-0.049
Si	-8.252	-0.004	1.308	0.018	-0.005	-0.075
Si	-5.592	2.649	1.627	-0.02	-0.003	-0.033
Si	-8.26	5.442	1.558	0.001	-0.02	-0.041
Si	-5.592	8.167	1.505	0.018	-0.042	-0.032
Si	-8.151	-5.413	1.444	-0.006	0.013	-0.074
Si	-5.434	-2.794	1.771	0.02	-0.013	-0.047
Si	-2.893	-0.034	1.514	-0.002	-0.012	-0.057
Si	-0.206	2.711	1.468	-0.023	0.004	-0.073
Si	-2.814	5.441	1.479	-0.025	0.017	-0.049
Si	-0.099	8.115	1.584	-0.009	-0.016	-0.047
Si	-2.845	-5.371	1.75	0.001	0.015	-0.059
Si	-0.098	-2.715	1.496	-0.007	0.01	-0.046
Si	1.217	1.383	2.785	0.009	0.005	0
Si	3.988	4.164	2.833	-0.022	0.011	0.023
Si	1.285	6.776	2.907	0.012	-0.016	0.042
Si	3.975	9.583	2.769	0.001	-0.007	0.021
Si	1.244	-4.076	2.854	0.003	0.003	0.026
Si	3.917	-1.255	2.767	0.002	0.015	0.029
Si	6.767	1.434	2.879	-0.003	-0.018	0.042
Si	9.442	4.188	2.789	-0.004	-0.032	0.012
Si	6.617	6.845	2.78	-0.009	-0.004	0.032
Si	9.37	-6.721	2.645	-0.005	0.016	0.035
Si	6.655	-3.98	2.698	-0.029	-0.022	-0.004
Si	9.368	-1.305	2.732	0.024	0.026	0.014
Si	12.093	1.411	2.883	-0.007	0.015	0.022
Si	14.965	4.101	2.831	0.022	-0.053	0.03
Si	12.046	6.945	2.721	-0.044	0.029	0.032
Si	14.88	-6.748	2.546	-0.013	-0.011	0.017
Si	12.089	-4.007	2.686	0.009	0.013	0.034
Si	14.923	-1.346	2.699	0.009	-0.01	0.028
Si	17.64	1.49	2.587	-0.012	0.01	0.032
Si	20.433	4.164	2.59	-0.015	-0.011	0.022
Si	17.596	6.85	2.541	-0.001	-0.022	0.006
Si	20.355	-6.721	2.494	-0.003	0.014	0.006
Si	17.586	-4.044	2.488	-0.013	0.012	0.015
Si	20.395	-1.385	2.416	0.028	-0.017	0.008
Si	23.063	1.344	2.498	0.014	0.02	0.018
Si	25.854	4.111	2.456	0.014	0.023	0.011
Si	23.132	6.793	2.528	0.012	-0.032	0.012
Si	26.001	-6.795	2.538	0.003	-0.022	0.043
Si	23.088	-4.077	2.475	-0.019	-0.006	0.036
Si	25.876	-1.38	2.481	0.006	-0.007	0.018
Si	28.61	1.371	2.547	-0.012	0	0.02
Si	31.386	4.064	2.664	0.005	0.025	0.023
Si	28.624	6.8	2.526	-0.016	-0.006	0.039
Si	31.482	-6.784	2.463	-0.018	-0.009	0.029
Si	28.671	-4.124	2.415	0.008	0.001	0.003
Si	31.502	-1.392	2.444	0.028	-0.032	0.009
Si	34.132	1.273	2.633	0.028	-0.005	0.035
Si	36.911	4.041	2.594	0.008	-0.006	0.02
Si	34.131	6.79	2.579	-0.025	-0.013	0.017
Si	36.942	-6.895	2.468	-0.012	-0.015	0.016
Si	34.139	-4.156	2.4	0.006	0.038	0.002
Si	36.941	-1.509	2.483	0.002	-0.029	0.005
Si	-25.699	1.232	2.602	0.017	0.008	0.018
Si	-22.986	4.011	2.793	0.027	0.026	0.041
Si	-25.711	6.681	2.583	-0.009	-0.004	0.005
Si	-22.867	9.405	2.59	0.005	0.016	0.018
Si	-25.595	12.046	2.506	0.016	0.001	0.009
Si	-22.963	-1.382	2.754	-0.014	0.023	0.019
Si	-20.355	1.284	2.814	0.008	0.01	0.032
Si	-17.578	3.96	2.933	0.03	-0.004	0.028
Si	-20.302	6.676	2.941	-0.017	-0.015	0.046
Si	-17.58	9.516	2.956	-0.016	0.03	0.026
Si	-20.244	12.074	2.845	0.019	-0.035	0.031
Si	-17.65	-1.255	2.978	-0.037	0.02	0.024
Si	-14.952	1.415	2.867	-0.057	0.008	-0.001
Si	-12.306	4.098	2.748	0.006	0.044	-0.005
Si	-14.816	6.72	3.005	0.014	-0.041	0.053
Si	-12.279	9.581	2.83	-0.025	0.018	0.021
Si	-14.924	12.226	2.903	0.019	-0.004	0.026
Si	-12.144	-1.481	2.894	0.063	-0.04	0.017
Si	-9.572	1.344	2.771	-0.004	-0.03	0.025
Si	-6.873	4.113	2.922	0.006	0.005	0.014
Si	-9.638	6.803	2.874	-0.001	0.026	0.013
Si	-6.884	-6.786	2.905	0.013	0.022	0.019
Si	-9.566	12.256	2.738	-0.026	0.01	0.006
Si	-6.916	-1.325	2.809	-0.008	0.045	0.002
Si	-4.233	1.273	2.937	0.028	0.009	0.024
Si	-1.495	4.08	2.885	0.023	0.01	0.03
Si	-4.167	6.82	2.824	0.001	-0.005	0.009
Si	-1.445	-6.821	2.92	0.004	-0.008	0.019
Si	-4.126	-4.078	3.171	-0.009	-0.02	0.037
Si	-1.436	-1.325	2.858	-0.006	-0.008	0.025
Si	-0.08	0.03	4.212	-0.02	0.005	-0.006
Si	2.62	2.742	4.138	-0.002	-0.006	-0.002
Si	-0.092	5.413	4.241	-0.011	0.013	0
Si	2.654	8.204	4.184	0	-0.015	-0.01
Si	-0.074	-5.44	4.243	0.006	0.014	0.005
Si	2.625	-2.673	4.161	0.004	0.021	-0.017
Si	5.325	0.063	4.15	-0.021	0.004	-0.013
Si	8.124	2.805	4.185	0.029	-0.01	0
Si	5.319	5.512	4.204	0.006	0.008	0.012
Si	8.038	-8.084	4.063	0.029	-0.012	-0.013
Si	5.349	-5.371	4.107	0	0.001	-0.003
Si	8.029	-2.667	4.095	0	0.002	0.001
Si	10.74	0.011	4.148	-0.013	-0.003	0.012
Si	13.542	2.764	4.139	-0.006	0.002	-0.008
Si	10.785	5.551	4.127	0.02	-0.018	0.029
Si	13.508	-8.044	3.989	0.021	-0.012	0.006
Si	10.753	-5.391	4.039	0.004	-0.009	0.001
Si	13.512	-2.678	4.032	-0.023	0.007	0.011
Si	16.311	0.069	3.969	0.007	-0.005	-0.003
Si	19.035	2.804	3.936	-0.005	0.004	0.015
Si	16.329	5.528	4.045	0.03	0.027	0.004
Si	18.992	-8.094	3.867	0.004	-0.006	-0.002
Si	16.258	-5.397	3.903	0.006	0	0.015
Si	19.006	-2.691	3.827	-0.012	0.01	0.003
Si	21.726	-0.026	3.848	-0.021	-0.01	0.008
Si	24.483	2.729	3.814	0.008	0.01	0.008
Si	21.796	5.485	3.943	0.01	0.002	0.036
Si	24.547	-8.153	3.838	-0.002	0.013	0.005
Si	21.744	-5.409	3.87	0.009	0.01	0.017
Si	24.478	-2.712	3.828	-0.009	-0.006	0.018
Si	27.242	-0.02	3.856	0.001	-0.001	-0.004
Si	29.97	2.702	3.936	0.009	-0.018	0.015
Si	27.235	5.437	3.86	-0.004	-0.021	-0.016
Si	30.036	-8.131	3.817	0.001	-0.004	-0.001
Si	27.325	-5.415	3.871	-0.002	0.017	0.014
Si	30.047	-2.739	3.766	0.007	0.005	0.009
Si	32.771	-0.091	3.935	-0.027	-0.003	0.02
Si	35.495	2.691	3.925	-0.018	0.009	-0.002
Si	32.758	5.451	3.951	-0.007	0.014	0.014
Si	35.535	-8.187	3.889	0.009	0.02	-0.008
Si	32.794	-5.446	3.854	0.011	0.002	0.026
Si	35.495	-2.807	3.818	-0.008	-0.015	0.01
Si	-27.071	-0.125	3.931	-0.014	0.003	0.003
Si	-24.393	2.61	4.035	-0.009	-0.013	-0.011
Si	-27.056	5.378	3.996	-0.013	-0.011	0.019
Si	-24.341	8.086	3.927	0.002	0.004	-0.022
Si	-27.028	10.782	3.892	0.001	-0.015	0
Si	-24.371	-2.827	3.963	-0.011	-0.012	-0.018
Si	-21.682	-0.057	4.181	-0.015	0.01	0.024
Si	-18.994	2.624	4.217	-0.026	0.013	-0.009
Si	-21.71	5.358	4.222	0.002	-0.015	0.012
Si	-18.949	8.095	4.234	0.011	-0.011	-0.013
Si	-21.661	10.746	4.123	0.027	-0.026	-0.001
Si	-18.958	-2.783	4.199	-0.013	-0.015	-0.031
Si	-16.278	0.074	4.285	-0.008	0.036	0.003
Si	-13.581	2.744	4.206	0.008	-0.004	0.004
Si	-16.238	5.356	4.277	0.011	-0.006	-0.019
Si	-13.517	8.17	4.274	-0.003	0.007	-0.009
Si	-16.258	10.887	4.292	-0.011	0.019	0.002
Si	-13.536	-2.782	4.256	-0.012	0.016	0.012
Si	-10.836	-0.041	4.21	0.001	-0.01	-0.012
Si	-8.24	2.697	4.205	-0.009	-0.012	-0.029
Si	-10.958	5.41	4.201	-0.023	-0.001	0.004
Si	-8.246	8.154	4.233	0.004	0.002	-0.033
Si	-10.89	10.91	4.178	-0.005	0.003	-0.012
Si	-8.238	-2.72	4.167	0.024	-0.02	0.004
Si	-5.575	-0.05	4.279	0.007	-0.023	0.017
Si	-2.836	2.692	4.231	-0.002	0.007	-0.018
Si	-5.483	5.459	4.237	0.001	0.004	0.009
Si	-2.815	8.138	4.243	-0.017	-0.011	0.01
Si	-5.533	-5.498	4.351	0.014	-0.012	-0.001
Si	-2.728	-2.655	4.338	-0.006	0.015	0.001
Si	1.398	-1.374	16.465	0.011	0.008	0.003
Si	4.095	1.391	16.438	0	-0.019	-0.003
Si	1.343	4.094	16.481	-0.004	-0.006	-0.004
Si	4.112	6.795	16.442	0.001	-0.001	0.01
Si	1.367	-6.85	16.454	-0.006	-0.004	-0.006
Si	4.107	-4.082	16.409	0.006	0.001	-0.006
Si	6.849	-1.316	16.319	0.003	-0.002	-0.015
Si	9.614	1.436	16.34	0.011	0.003	0
Si	6.863	4.115	16.432	-0.001	0.005	0.019
Si	9.633	-9.484	16.333	0.001	0.001	-0.004
Si	6.888	-6.785	16.361	-0.013	0.002	-0.016
Si	9.582	-4.033	16.257	-0.009	0.004	-0.008
Si	12.347	-1.288	16.273	0.013	0.001	-0.008
Si	15.019	1.426	16.227	0.008	-0.007	-0.005
Si	12.334	4.143	16.32	-0.002	-0.008	0
Si	15.047	-9.475	16.229	-0.015	-0.008	0.001
Si	12.349	-6.77	16.248	0	-0.005	-0.001
Si	15.046	-4.006	16.215	0.013	-0.004	-0.002
Si	17.75	-1.305	16.145	0.002	0.008	-0.002
Si	20.441	1.384	16.13	0.005	-0.02	-0.006
Si	17.739	4.095	16.206	-0.012	0.001	0.006
Si	20.458	-9.508	16.113	0.006	0.001	-0.015
Si	17.757	-6.762	16.124	0.004	-0.006	-0.01
Si	20.448	-4.025	16.074	-0.012	0	-0.008
Si	23.225	-1.32	16.095	0.02	0.006	-0.021
Si	25.894	1.391	16.12	-0.002	0.004	0.002
Si	23.165	4.119	16.076	-0.001	0.008	-0.01
Si	25.858	-9.508	16.008	-0.008	-0.017	-0.003
Si	23.158	-6.775	16.07	0.004	-0.009	0.003
Si	25.901	-4.063	16.101	-0.001	0.02	-0.01
Si	28.592	-1.33	16.115	0.015	0.003	0.011
Si	31.314	1.35	16.145	-0.001	-0.005	-0.006
Si	28.618	4.084	16.079	-0.001	-0.007	-0.002
Si	31.279	-9.514	16.143	-0.02	-0.008	-0.003
Si	28.598	-6.732	16.09	0.002	0.009	-0.002
Si	31.306	-4.043	16.107	0.017	-0.004	0.005
Si	33.983	-1.324	16.218	0.013	-0.003	-0.008
Si	36.65	1.365	16.23	0.001	0.006	0.004
Si	33.966	4.091	16.172	-0.002	0.004	0.001
Si	36.693	-9.543	16.208	0.009	0.005	-0.007
Si	34.021	-6.778	16.112	0.006	0.006	-0.008
Si	36.703	-4.063	16.228	0.01	-0.007	-0.006
Si	-25.877	-1.373	16.236	0.01	0.005	-0.007
Si	-23.2	1.327	16.308	-0.008	0.012	-0.006
Si	-25.928	4.074	16.279	0	0.002	-0.009
Si	-23.231	6.782	16.282	0.001	-0.006	-0.003
Si	-25.89	9.533	16.238	0.009	0.003	-0.012
Si	-23.178	-4.095	16.307	0.005	0.003	-0.006
Si	-20.464	-1.392	16.346	0.013	0.004	-0.017
Si	-17.747	1.339	16.401	-0.02	0.014	-0.004
Si	-20.441	4.047	16.308	0.003	0.019	-0.013
Si	-17.745	6.787	16.39	0.01	-0.009	-0.009
Si	-20.472	9.513	16.358	0.001	0.015	-0.006
Si	-17.77	-4.109	16.413	0.004	0.011	-0.006
Si	-15.03	-1.438	16.46	-0.014	0.003	0.002
Si	-12.29	1.28	16.478	-0.001	-0.022	-0.003
Si	-15.004	4.03	16.423	0.006	0.012	-0.003
Si	-12.316	6.774	16.469	-0.009	-0.021	0.003
Si	-15.009	9.492	16.44	-0.005	0.019	0
Si	-12.336	-4.151	16.488	-0.003	-0.009	-0.001
Si	-9.615	-1.461	16.48	0.01	-0.01	-0.006
Si	-6.858	1.285	16.462	-0.008	-0.004	-0.003
Si	-9.556	4.03	16.439	-0.013	-0.005	-0.019
Si	-6.85	6.733	16.486	-0.01	-0.008	0.001
Si	-9.563	9.454	16.477	0.004	-0.017	-0.011
Si	-6.851	-4.154	16.455	-0.001	-0.01	-0.002
Si	-4.108	-1.419	16.459	-0.001	0.011	-0.004
Si	-1.372	1.342	16.471	-0.004	0.004	-0.007
Si	-4.115	4.022	16.476	0	-0.002	-0.007
Si	-1.349	6.767	16.537	-0.011	0.03	0.008
Si	-4.054	9.468	16.465	-0.011	0.018	-0.017
Si	-1.363	-4.141	16.481	-0.005	-0.007	0.001
Si	2.752	0.019	17.827	-0.008	0.001	-0.008
Si	5.443	2.776	17.793	-0.015	0.005	0.014
Si	2.699	5.477	17.832	0.011	0.024	-0.015
Si	5.572	8.135	17.727	0.002	-0.006	-0.004
Si	2.759	-5.492	17.759	0.005	0.013	-0.01
Si	5.503	-2.677	17.689	-0.014	0.006	-0.001
Si	8.219	0.065	17.64	-0.014	-0.01	-0.007
Si	11.004	2.784	17.726	-0.027	0.009	-0.01
Si	8.331	5.461	17.735	0.002	-0.012	-0.013
Si	11.021	-8.107	17.661	0.012	-0.021	0.01
Si	8.276	-5.388	17.665	0	-0.002	0.003
Si	10.976	-2.685	17.567	0.003	0.017	-0.007
Si	13.693	0.103	17.65	-0.027	-0.005	-0.01
Si	16.385	2.742	17.609	-0.002	-0.006	0.011
Si	13.734	5.503	17.658	0.014	-0.006	0.007
Si	16.439	-8.102	17.535	0.003	0.025	0.005
Si	13.728	-5.404	17.571	-0.011	0.007	0.011
Si	16.404	-2.61	17.553	-0.003	-0.003	0.016
Si	19.109	0.019	17.525	-0.004	0.021	0
Si	21.809	2.765	17.436	0.007	0.006	-0.008
Si	19.13	5.461	17.52	0.013	-0.006	-0.004
Si	21.817	-8.139	17.443	0.009	-0.006	0.009
Si	19.094	-5.368	17.441	-0.005	-0.003	0.003
Si	21.845	-2.685	17.396	-0.016	-0.002	-0.021
Si	24.561	0.028	17.504	-0.011	-0.021	0.014
Si	27.287	2.742	17.459	0.002	-0.007	-0.006
Si	24.511	5.498	17.413	-0.004	0.026	0.024
Si	27.199	-8.137	17.331	0.006	-0.003	-0.017
Si	24.498	-5.408	17.43	-0.005	-0.002	0.009
Si	27.273	-2.721	17.473	0.009	-0.015	-0.012
Si	29.939	0.016	17.504	-0.002	-0.009	0.016
Si	32.638	2.713	17.537	-0.007	-0.007	0.01
Si	29.923	5.422	17.5	0.003	0.032	0.026
Si	32.663	-8.122	17.444	0.011	-0.007	-0.029
Si	29.97	-5.38	17.48	-0.037	0.01	-0.005
Si	32.606	-2.696	17.533	-0.013	0.002	0.009
Si	35.311	0.034	17.638	-0.01	-0.007	0.002
Si	37.964	2.725	17.618	-0.001	-0.005	0.011
Si	35.302	5.442	17.556	0.01	0.002	0.022
Si	38.056	-8.181	17.56	0.003	-0.007	-0.003
Si	35.341	-5.451	17.536	0.006	0.013	0.02
Si	38.025	-2.667	17.608	0.005	0.002	-0.008
Si	-24.534	-0.075	17.656	0.005	-0.004	0.002
Si	-21.831	2.708	17.626	0.016	-0.011	-0.014
Si	-24.605	5.45	17.659	-0.012	0.014	0.016
Si	-21.903	8.161	17.629	-0.006	-0.013	-0.008
Si	-24.575	10.893	17.641	-0.003	-0.011	0.019
Si	-21.825	-2.752	17.692	-0.018	0.011	-0.007
Si	-19.134	-0.026	17.718	0.003	-0.008	-0.002
Si	-16.376	2.686	17.77	-0.015	0.003	0.012
Si	-19.108	5.397	17.697	0.004	0.003	0.006
Si	-16.412	8.167	17.761	-0.005	-0.02	-0.002
Si	-19.137	10.862	17.773	-0.012	-0.01	-0.01
Si	-16.422	-2.789	17.813	-0.001	-0.019	0.029
Si	-13.663	-0.1	17.827	0.021	-0.001	-0.004
Si	-10.897	2.66	17.783	0.036	0.017	0.009
Si	-13.683	5.396	17.806	-0.001	-0.002	0.011
Si	-10.93	8.101	17.836	0.008	0.011	-0.002
Si	-13.676	10.805	17.876	-0.005	0.007	0.007
Si	-10.993	-2.817	17.869	0.003	-0.008	-0.012
Si	-8.234	-0.105	17.79	-0.009	0.028	0.003
Si	-5.515	2.664	17.812	-0.003	-0.006	-0.014
Si	-8.229	5.358	17.846	0.021	0.008	-0.012
Si	-5.456	8.121	17.77	0.022	0.013	-0.01
Si	-8.261	-5.459	17.834	0.008	0.021	0.012
Si	-5.415	-2.868	17.79	0.011	-0.02	-0.006
Si	-2.761	-0.027	17.796	-0.007	-0.003	-0.01
Si	-0.038	2.732	17.843	-0.026	0.015	-0.008
Si	-2.738	5.353	17.845	0.007	-0.015	-0.001
Si	0.038	-8.179	17.908	0.017	-0.021	-0.017
Si	-2.692	-5.531	17.877	0.006	0	-0.01
Si	0.044	-2.785	17.79	0.011	-0.014	-0.003
Si	1.341	1.386	19.171	0.017	-0.021	-0.002
Si	4.058	4.151	19.184	0.013	-0.023	0.002
Si	1.373	6.783	19.316	0.003	-0.01	-0.013
Si	4.182	-6.852	19.052	-0.016	-0.008	-0.018
Si	1.394	-4.18	19.16	-0.027	-0.025	-0.014
Si	4.18	-1.357	19.118	-0.012	0.007	-0.025
Si	6.86	1.382	19.05	0.035	0.001	-0.015
Si	9.698	4.134	19.154	-0.013	0.016	-0.018
Si	7.022	6.84	19.088	-0.006	0.028	-0.037
Si	9.704	-6.699	19.01	0.027	0.013	-0.01
Si	6.896	-4.029	18.998	0.007	0.003	-0.012
Si	9.65	-1.29	18.904	0	0.014	-0.038
Si	12.384	1.453	19.101	0.017	0.001	-0.008
Si	15.095	4.134	19.032	0.002	-0.01	-0.039
Si	12.429	-9.415	19.04	-0.019	0.012	0.001
Si	15.182	-6.678	18.927	0.017	0.003	-0.017
Si	12.309	-4.087	18.898	-0.031	-0.024	-0.046
Si	15.063	-1.26	18.976	0.043	-0.002	-0.017
Si	17.707	1.298	18.936	-0.046	-0.01	-0.031
Si	20.448	4.04	18.866	0.007	0.003	0.009
Si	17.809	-9.465	18.872	-0.02	0	-0.001
Si	20.47	-6.726	18.749	0.013	-0.001	-0.054
Si	17.806	-3.975	18.84	0.002	-0.002	-0.031
Si	20.579	-1.317	18.796	0.004	0.01	-0.025
Si	23.173	1.452	18.796	0.022	-0.012	-0.025
Si	25.955	4.197	18.717	0.034	-0.005	-0.015
Si	23.128	-9.527	18.827	-0.001	0.005	-0.051
Si	25.811	-6.865	18.706	-0.009	-0.023	-0.018
Si	23.137	-4.039	18.787	0.017	-0.002	-0.014
Si	25.948	-1.366	18.841	-0.002	0.004	-0.031
Si	28.621	1.395	18.884	-0.017	0.026	-0.01
Si	31.253	4.022	18.894	-0.028	-0.018	-0.023
Si	28.551	-9.416	18.721	0.01	-0.028	-0.051
Si	31.379	-6.724	18.793	0.014	0.019	-0.012
Si	28.635	-4.045	18.888	0.02	0.025	-0.035
Si	31.214	-1.369	18.917	-0.006	-0.011	-0.022
Si	33.971	1.429	19.007	0.008	0.026	0.009
Si	36.598	4.105	18.995	-0.009	-0.03	-0.015
Si	33.942	-9.468	18.859	0.008	0.011	-0.008
Si	36.685	-6.849	18.883	-0.007	-0.001	-0.022
Si	34.004	-4.042	18.859	0.012	-0.014	-0.038
Si	36.676	-1.321	19.007	0.028	0.006	-0.009
Si	39.311	1.29	18.907	-0.036	-0.015	-0.046
Si	-23.197	4.078	18.938	0.013	0.005	-0.023
Si	39.344	-9.472	19.044	0.007	-0.005	-0.016
Si	-23.268	9.5	19.009	0.02	0.004	-0.029
Si	39.371	-4.004	18.975	0.028	0.014	-0.004
Si	-23.152	-1.406	19.076	0.001	0.023	-0.017
Si	-20.543	1.336	19.02	-0.021	0.005	-0.028
Si	-17.725	4.089	19.101	0.012	0.032	-0.014
Si	-20.559	6.77	18.934	-0.005	-0.017	-0.048
Si	-17.782	9.507	19.145	0.03	0.018	0.006
Si	-20.523	-4.097	19.112	0.01	-0.013	0.007
Si	-17.772	-1.346	19.109	0.022	0.003	-0.026
Si	-15.02	1.3	19.122	-0.024	0.02	-0.012
Si	-12.247	4.042	19.113	0.02	0.007	-0.033
Si	-15.086	6.796	19.112	0.011	-0.03	-0.017
Si	-12.239	9.471	19.231	0.01	0.038	0
Si	-15.144	-4.225	19.216	-0.029	0.004	-0.029
Si	-12.379	-1.498	19.247	-0.017	-0.002	0.002
Si	-9.593	1.256	19.16	0.008	-0.002	-0.019
Si	-6.922	3.945	19.208	-0.022	-0.023	-0.009
Si	-9.598	6.716	19.199	-0.038	-0.023	-0.008
Si	-6.792	9.538	19.077	0.025	0.004	-0.023
Si	-9.703	-4.201	19.275	-0.014	-0.049	-0.026
Si	-6.867	-1.558	19.036	-0.017	-0.01	-0.026
Si	-4.15	1.326	19.157	0.037	-0.011	-0.011
Si	-1.414	4.018	19.296	-0.019	-0.021	0.003
Si	-4.153	6.71	19.12	-0.031	0.019	-0.03
Si	-1.313	-6.839	19.305	0.012	0.041	0.001
Si	-4.065	-4.203	19.237	-0.037	0.016	-0.032
Si	-1.372	-1.425	19.072	0.011	-0.012	-0.039
Si	-0.08	-0.012	20.422	-0.004	0.011	0.051
Si	2.62	2.791	20.574	-0.004	0.031	0.043
Si	-0.1	5.445	20.693	-0.035	0.022	0.061
Si	2.918	8.12	20.55	0.034	-0.003	0.059
Si	0.095	-5.5	20.718	0.018	0.008	0.065
Si	2.826	-2.784	20.404	0.023	-0.012	0.015
Si	5.55	0.003	20.477	0.002	-0.045	0.049
Si	8.239	2.743	20.416	0.004	-0.006	0.052
Si	5.617	5.485	20.403	-0.012	-0.031	-0.022
Si	8.407	8.301	20.4	-0.034	-0.024	0.019
Si	5.555	-5.422	20.317	-0.008	-0.003	0.042
Si	8.34	-2.679	20.247	0.004	-0.007	0.045
Si	10.944	0.07	20.341	-0.019	-0.008	0.075
Si	13.775	2.787	20.511	0.003	0.007	0.057
Si	11.155	5.514	20.479	0.016	-0.01	0.046
Si	13.879	-8.019	20.324	-0.006	-0.021	0.031
Si	11.073	-5.413	20.433	0.014	0	0.04
Si	13.607	-2.641	20.155	-0.016	0.009	0.051
Si	16.423	-0.036	20.474	-0.002	0.008	0.045
Si	19.094	2.662	20.226	0.009	-0.008	0.051
Si	16.566	5.499	20.316	-0.009	-0.028	0.025
Si	19.119	-8.015	20.147	-0.004	0.023	0.045
Si	16.462	-5.214	20.303	-0.042	0	0.064
Si	19.306	-2.726	20.135	0.006	-0.027	0.084
Si	21.815	0.118	20.197	-0.026	-0.002	0.022
Si	24.63	2.824	20.025	0.006	-0.005	0.024
Si	21.768	5.403	20.222	0	0.044	0.035
Si	24.465	-8.118	20.177	-0.023	0.007	0.059
Si	21.812	-5.413	20.151	-0.012	-0.003	0.078
Si	24.467	-2.676	20.129	-0.021	-0.016	0.062
Si	27.362	-0.055	20.229	0.013	-0.042	0.052
Si	29.884	2.748	20.37	-0.014	-0.006	0.065
Si	27.173	5.649	20.121	-0.028	0.017	0.016
Si	30.033	-8.142	20.015	-0.02	-0.059	0.037
Si	27.24	-5.584	19.978	0.051	0.038	0.031
Si	29.907	-2.7	20.421	-0.034	-0.01	0.04
Si	32.528	0.065	20.244	-0.017	-0.008	0.07
Si	35.267	2.786	20.484	-0.013	0.022	0.069
Si	32.608	5.438	20.162	0.002	0.004	0.044
Si	35.303	-8.162	20.267	-0.005	-0.005	0.048
Si	32.674	-5.387	20.234	-0.009	-0.012	0.03
Si	35.304	-2.696	20.297	-0.007	-0.027	0.055
Si	37.984	0.037	20.425	0.011	0.036	0.068
Si	40.739	2.63	20.148	0.019	-0.045	0.047
Si	37.911	5.525	20.351	-0.025	0.062	0.03
Si	40.674	-8.12	20.467	-0.041	-0.009	0.063
Si	37.972	-5.412	20.2	-0.023	0.002	0.034
Si	40.743	-2.73	20.446	-0.001	-0.021	0.047
Si	-21.838	-0.01	20.473	-0.004	-0.014	0.051
Si	-19.157	2.686	20.316	0.008	0	0.019
Si	-21.924	5.467	20.324	-0.019	0.023	0.053
Si	-19.26	8.138	20.305	-0.035	0	0.074
Si	-21.943	10.854	20.4	-0.018	0.008	0.071
Si	-19.152	-2.725	20.441	0.024	-0.009	0.034
Si	-16.383	-0.004	20.511	-0.023	-0.018	0.018
Si	-13.646	2.683	20.404	0.016	0.003	0.049
Si	-16.474	5.538	20.535	-0.035	-0.028	0.029
Si	-13.613	8.042	20.441	-0.003	-0.014	0.039
Si	-16.492	10.741	20.695	0.003	0.038	0.032
Si	-13.812	-2.868	20.585	-0.013	0.016	0.042
Si	-11.022	-0.065	20.518	-0.003	0.02	0.04
Si	-8.21	2.526	20.618	-0.012	0.018	0.066
Si	-10.92	5.33	20.608	0.027	-0.012	0.072
Si	-8.203	8.199	20.337	0.001	0.029	0.024
Si	-11.032	-5.528	20.824	-0.019	0.023	0.049
Si	-8.251	-2.818	20.462	0.001	-0.008	0.037
Si	-5.494	-0.214	20.313	0.032	0.008	0.041
Si	-2.874	2.669	20.657	0.004	0.005	0.044
Si	-5.587	5.377	20.47	0.008	-0.002	0.047
Si	-2.764	-8.287	20.482	0.006	-0.022	0.049
Si	-5.488	-5.514	20.605	-0.003	0.001	0.082
Si	-2.604	-2.854	20.49	0.019	-0.016	0.067
Si	1.235	-1.548	21.559	0.046	0.025	-0.684
Si	4.328	1.65	21.671	-0.205	-0.295	-0.728
Si	1.318	4.195	22.077	-0.098	-0.224	-0.675
Si	4.706	7.114	21.778	-0.338	-0.195	-0.745
Si	1.85	-6.619	21.892	-0.221	-0.117	-0.67
Si	4.021	-4.351	21.707	0.082	0.217	-0.669
Si	7.265	-1.171	21.643	-0.269	-0.04	-0.655
Si	9.353	1.142	21.698	0.102	0.165	-0.712
Si	6.609	3.83	21.716	0.314	0.255	-0.694
Si	9.77	6.921	21.722	0.225	0.185	-0.678
Si	6.809	-6.85	21.666	0.23	0.177	-0.69
Si	9.85	-3.805	21.64	-0.124	-0.246	-0.746
Si	12.047	-1.588	21.53	0.069	0.138	-0.738
Si	15.404	1.676	21.815	-0.17	-0.268	-0.716
Si	12.822	4.497	21.873	-0.391	-0.356	-0.634
Si	15.097	-9.565	21.616	0.205	0.283	-0.724
Si	12.816	-6.445	21.705	-0.258	-0.152	-0.751
Si	14.799	-4.018	21.553	0.246	0.014	-0.688
Si	18.102	-1.362	21.528	-0.259	-0.004	-0.642
Si	20.13	1.055	21.58	0.19	0.076	-0.695
Si	17.676	3.876	21.625	0.122	0.152	-0.749
Si	20.613	-9.251	21.427	-0.1	-0.209	-0.705
Si	18.074	-6.399	21.523	-0.123	-0.046	-0.754
Si	20.372	-4.272	21.59	0.156	0.171	-0.72
Si	23.501	-0.903	21.397	-0.214	-0.319	-0.645
Si	25.821	1.268	21.305	0.204	0.22	-0.65
Si	23.456	4.273	21.408	-0.207	-0.071	-0.657
Si	25.531	-9.666	21.543	0.355	0.241	-0.709
Si	22.837	-7.031	21.468	0.238	0.126	-0.736
Si	25.907	-4.168	21.188	-0.239	-0.079	-0.697
Si	28.826	-1.094	21.834	-0.191	-0.249	-0.662
Si	31.043	1.153	21.724	0.064	0.215	-0.771
Si	28.679	4.502	21.436	-0.052	-0.269	-0.689
Si	31.012	-9.76	21.406	0.054	0.14	-0.712
Si	28.664	-6.866	21.33	-0.061	0.075	-0.645
Si	31.631	-3.793	21.602	-0.354	-0.217	-0.728
Si	33.721	-1.463	21.513	0.235	0.127	-0.727
Si	37	1.764	21.75	-0.34	-0.34	-0.732
Si	34.046	4.431	21.705	-0.004	-0.265	-0.705
Si	36.3	-9.692	21.749	0.264	0.105	-0.678
Si	34.21	-6.558	21.561	-0.17	-0.112	-0.739
Si	36.409	-4.351	21.56	0.051	0.183	-0.741
Si	39.581	-1.127	21.7	-0.175	-0.109	-0.772
Si	41.746	1.135	21.657	0.227	0.052	-0.714
Si	39.265	3.92	21.33	0.041	0.202	-0.721
Si	42.328	-9.263	21.739	-0.242	-0.176	-0.75
Si	39.435	-6.471	21.653	-0.049	-0.298	-0.655
Si	41.778	-4.391	21.795	0.132	0.203	-0.72
Si	-20.165	-1.085	21.784	-0.36	-0.262	-0.644
Si	-17.983	1.23	21.706	0.264	0.196	-0.642
Si	-20.371	4.241	21.529	-0.134	-0.191	-0.767
Si	-18.289	6.596	21.734	0.461	0.186	-0.608
Si	-20.773	9.286	21.666	0.135	0.159	-0.803
Si	-17.675	-3.839	21.866	-0.019	-0.298	-0.717
Si	-15.388	-1.674	21.869	0.155	0.168	-0.753
Si	-12.248	1.454	21.861	-0.196	-0.196	-0.695
Si	-14.794	4.319	21.603	-0.103	0.002	-0.763
Si	-12.551	6.473	21.867	0.192	0.147	-0.73
Si	-14.843	9.412	21.843	-0.223	0.003	-0.609
Si	-12.862	-4.462	22.048	0.347	0.074	-0.722
Si	-9.371	-1.198	21.715	-0.071	-0.094	-0.667
Si	-6.979	0.812	21.751	0.01	0.241	-0.655
Si	-9.918	3.588	21.872	0.197	0.162	-0.762
Si	-6.755	6.999	21.685	-0.179	-0.238	-0.68
Si	-9.242	9.614	21.883	-0.311	-0.053	-0.654
Si	-7.146	-4.347	21.847	0.211	0.098	-0.7
Si	-3.929	-1.348	21.628	-0.124	-0.205	-0.736
Si	-1.762	0.937	21.809	0.196	0.234	-0.727
Si	-4.13	4.291	21.913	-0.047	-0.231	-0.58
Si	-1.822	6.5	21.994	0.248	0.123	-0.703
Si	-4.381	-7.26	21.76	0.118	0.392	-0.723
Si	-0.954	-3.753	21.964	-0.177	-0.312	-0.719
Si	3.322	-0.311	23.534	-0.01	0.018	-0.044
Si	4.252	3.478	26.007	0.082	-0.009	0.034
Si	-0.14	8.07	-6.201	-0.106	-0.203	-0.018
Si	3.648	-5.728	26.048	-0.026	0.051	0.044
Si	2.19	-7.824	24.696	0.062	-0.064	-0.177
Si	1.256	-3.719	26.224	-0.003	-0.016	-0.05
Si	8.084	0.969	-4.548	0.077	-0.028	-0.043
Si	12.963	5.213	24.738	-0.036	0.011	-0.034
Si	11.766	7.984	23.966	-0.002	-0.012	-0.124
Si	14.544	-3.601	-3.133	-0.03	-0.117	0.009
Si	6.236	-3.963	25.963	0.027	0.074	-0.001
Si	14.666	0.833	24.828	-0.034	0.086	-0.031
Si	12.739	-1.204	24.469	0.004	-0.029	0.011
Si	17.326	2.035	25.751	0.01	0.055	0.011
Si	9.649	2.626	24.415	-0.061	-0.002	-0.072
Si	17.837	6.874	26.03	0.007	0.008	-0.015
Si	11.72	7.191	-3.85	-0.09	-0.021	-0.041
Si	20.223	0.694	-2.964	-0.1	0.015	-0.016
Si	16.619	-3.076	23.714	0.009	-0.04	-0.199
Si	21.877	5.126	-5.266	0.049	0.124	0.039
Si	19.442	5.396	23.773	-0.066	0.025	-0.117
Si	20.49	-1.242	25.927	0.058	-0.079	-0.064
Si	13.32	2.52	-2.005	0.007	-0.075	0.125
Si	23.999	-1.746	24.115	0.084	0.021	-0.078
Si	24.233	0.723	25.844	0.018	0.049	-0.065
Si	27.11	-8.144	23.553	-0.198	0	-0.012
Si	21.05	7.305	-3.13	-0.03	0.122	0.065
Si	21.806	-3.684	24.403	-0.073	0.025	-0.117
Si	23.163	-6.233	24.509	-0.015	-0.006	-0.032
Si	26.782	3.168	23.552	-0.068	-0.034	-0.167
Si	30.388	-5.598	23.591	0.099	-0.07	-0.114
Si	-27.748	1.861	24.732	-0.01	0.035	-0.172
Si	23.685	3.937	-3.131	-0.029	-0.021	0.111
Si	25.874	-5.279	23.968	0.087	0.087	-0.071
Si	22.456	7.713	-6.517	-0.059	-0.054	-0.085
Si	32.518	7.621	-6.591	-0.095	-0.025	0.092
Si	-30.305	-1.22	24.245	-0.091	0.008	-0.085
Si	-30.91	0.854	-4.422	0.048	-0.011	0.085
Si	-30.458	1.445	25.787	-0.046	0.047	-0.043
Si	-24.977	5.853	23.423	0.063	-0.03	-0.014
Si	27.511	6.87	26.22	0.165	0.077	0.041
Si	-25.831	-0.02	26.092	0.022	0.031	-0.009
Si	-21.637	2.403	23.681	-0.053	-0.027	-0.208
Si	-21.35	6.312	26.159	0.026	0.097	-0.054
Si	-26.03	1.143	-4.464	-0.028	-0.003	0.07
Si	-27.062	7.985	23.645	-0.086	0.07	0.057
Si	-25.859	5.384	-4.946	0.068	0.004	-0.032
Si	-20.637	-0.223	24.471	0.002	-0.175	-0.085
Si	-16.254	2.582	23.826	-0.089	-0.047	-0.106
Si	-19.795	5.037	-4.674	0.013	0.1	0.206
Si	-12.669	4.6	-4.377	-0.097	0.096	0.018
Si	-19.496	-5.277	23.996	-0.094	0.01	-0.063
Si	-22.342	-4.148	24.751	0.041	-0.072	-0.084
Si	-14.199	0.234	24.056	0.072	-0.018	-0.18
Si	-10.088	6.543	-6.577	-0.076	-0.034	-0.076
Si	-5.665	0.812	24.59	-0.07	-0.006	-0.099
Si	-15.296	7.72	24.525	-0.031	-0.062	-0.072
Si	-6.596	-6.46	25.553	0.012	-0.034	-0.047
Si	-11.4	-6.055	25.94	0.013	0.054	0.013
Si	-16.935	-1.665	-4.695	0.029	0.009	0.032
Si	-5.153	-3.238	23.811	-0.027	0.026	-0.053
Si	-14.327	6.958	-4.114	-0.003	-0.051	0.005
Si	-14.984	4.597	-2.795	0.039	0.134	0.052
Si	-10.328	3.626	-5.812	0.057	-0.083	0.04
Si	-16.283	-5.319	-1.753	-0.05	-0.109	0.046
Si	-8.322	0.478	25.548	-0.043	0.098	-0.036
Si	-0.856	1.01	24.815	-0.116	-0.016	-0.075
Si	3.299	5.748	23.962	0.002	0.004	0.041
Si	-4.203	4.492	-4.118	-0.025	-0.034	0.017
Si	2.241	1.271	-5.798	0.058	0.011	-0.132
Si	-1.6	-4.369	25.048	0.082	0.111	-0.118
Si	-3.153	7.889	-1.552	-0.009	-0.055	0.117
Si	-1.308	4.159	-3.559	0.033	-0.081	-0.116
Si	8.289	5.158	23.654	0.043	-0.107	0.041
Si	0.585	3.779	-5.615	-0.089	0.057	-0.046
Si	3.297	6.826	-2.812	0.117	-0.114	0.087
Si	0.095	-3.755	-4.108	-0.014	-0.005	0.027
Si	-3.817	-5.926	24.378	-0.082	0.009	-0.022
Si	4.182	-7.066	-4.341	0.081	-0.083	-0.046
Si	6.874	-3.372	-4.229	-0.038	-0.038	-0.003
Si	11.05	0.463	-1.978	0.068	0.079	0.185
Si	12.69	-4.053	25.742	0.01	0.01	0.08
Si	6.803	5.008	-2.957	0.054	-0.06	0.147
Si	-0.154	3.892	24.864	0.084	0.021	-0.219
Si	7.253	2.823	26.212	0.042	0.08	-0.022
Si	15.765	4.62	26.151	-0.008	0.036	-0.034
Si	8.3	-5.282	23.973	-0.039	0.033	-0.072
Si	15.983	-5.722	-4.812	-0.126	0.059	-0.014
Si	6.189	-0.778	-2.91	0.043	-0.076	0.101
Si	10.882	5.251	-5.936	-0.029	-0.031	0.022
Si	20.103	1.403	24.521	-0.036	0.02	-0.027
Si	17.519	-2.664	-6.803	0.085	-0.073	-0.031
Si	26.612	1.072	-5.714	-0.087	0.06	0.055
Si	25.204	-4.614	-3.103	-0.086	-0.015	0.066
Si	16.37	-7.6	-2.602	0.062	-0.044	-0.013
Si	22.142	-0.185	-5.107	-0.052	-0.033	-0.032
Si	23.05	-2.236	-3.12	0.094	-0.029	0.096
Si	17.423	1.262	-4.334	0.009	-0.013	-0.032
Si	16.422	5.656	-2.148	0.016	0.01	0.078
Si	21.415	3.889	25.55	-0.032	0.01	-0.013
Si	20.948	-4.496	-3.32	-0.016	-0.074	0.111
Si	27.876	3.773	26.184	-0.055	-0.03	-0.065
Si	23.879	3.227	24.164	0.076	0.022	-0.072
Si	30.636	4.402	-4.108	-0.041	0.042	-0.067
Si	25.941	6.197	-3.096	0.019	-0.037	0.001
Si	-26.56	8.126	-6.415	-0.045	-0.083	-0.01
Si	30.597	-2.656	-6.014	-0.021	-0.055	0.104
Si	-26.23	-1.569	-2.969	-0.122	-0.126	0.086
Si	32.296	0.152	-2.234	0.041	-0.015	0.006
Si	28.99	-6.624	-3.243	0.145	-0.079	0.132
Si	-27.649	-2.831	-6.435	0.051	0.014	-0.086
Si	32.448	-5.785	-5.773	-0.187	0.003	0.104
Si	25.184	8.098	-5.429	0.061	-0.179	-0.014
Si	-25.791	4.127	25.649	-0.11	0	-0.045
Si	-31.154	6.889	-4.254	0.079	0.152	-0.013
Si	-21.044	5.647	-2.047	-0.049	0.02	0.118
Si	-28.755	-7.69	-4.216	-0.099	-0.004	-0.003
Si	-22.115	-1.13	-4.462	0.142	0.128	0.077
Si	-30.24	-2.031	-5.043	0.014	0.018	0.119
Si	-23.065	-1.269	25.968	0.045	-0.082	-0.067
Si	-21.079	-2.869	-2.198	0.043	-0.007	0.147
Si	-12.234	7.663	24.775	-0.043	-0.095	-0.079
Si	-22.881	3.72	26.059	-0.05	0.127	-0.063
Si	-24.211	-6.036	-6.246	-0.04	0.027	-0.069
Si	-14.243	-1.687	-6.482	-0.143	0.025	0.048
Si	-17.663	-7.156	25.8	0.03	-0.037	-0.219
Si	-12.532	-6.805	-4.27	-0.081	0.001	0.019
Si	-10.006	-1.993	24.615	0.091	0.048	-0.046
Si	-18.458	-4.17	-3.539	0.075	0.142	0.116
Si	-21.852	-7.735	-5.206	0.16	-0.081	0.071
Si	-20.309	-7.918	-2.636	-0.149	0.089	0.023
Si	-12.608	-3.342	25.041	-0.056	-0.019	-0.199
Si	-12.838	-1.588	-3.823	0.001	0.077	0.077
Si	-5.716	3.747	24.677	-0.096	0.014	-0.258
Si	-19.137	-6.606	-4.957	-0.124	-0.038	0.071
Si	-6.455	7.678	-5.449	-0.042	-0.027	0.038
Si	-8.255	7.819	24.022	-0.112	-0.019	-0.05
Si	-9.905	-6.385	-2.772	0.009	0.016	-0.011
Si	-3.602	-0.266	-6.895	-0.027	0.02	-0.026
Si	-5.504	-4.318	-3.991	0	0.056	0.029
Si	-4.583	5.751	-6.847	0.065	0.074	0.01
Si	-8.791	-4.5	25.888	-0.018	-0.046	0.029
Si	-10.72	5.67	-2.125	-0.082	0.037	0.117
Si	-1.236	1.362	-2.747	-0.096	-0.007	0.115
Si	0.61	-1.036	-2.912	0.003	-0.015	0.194
Si	3.2	0.166	-3.3	0.105	0.027	0.023
Si	4.199	4.338	-4.17	0.102	-0.024	0.107
Si	-0.263	-5.588	-1.971	-0.036	0.003	0.098
Si	0.732	6.12	-3.898	0.025	-0.01	-0.048
Si	1.558	-0.612	25.699	-0.042	-0.133	0.079
Si	5.484	-2.482	23.627	0.007	-0.052	0.025
Si	9.406	-7.079	-4.396	0.04	0.054	-0.066
Si	9.48	3.654	-3.715	-0.104	-0.013	0.053
Si	6.751	7.474	-4.603	0.002	-0.069	0.093
Si	-1.698	6.589	24.959	0.137	0.042	-0.067
Si	5.35	-5.177	-2.238	0.004	-0.085	0.179
Si	10.593	-0.457	-4.893	0.012	0.009	-0.055
Si	18.822	-1.78	-2.174	-0.044	-0.071	0.062
Si	10.553	-6.337	25.743	-0.031	0.021	0.095
Si	15.328	3.535	-4.044	0.078	-0.032	0.027
Si	9.398	-4.281	-3.149	-0.039	0.02	0.083
Si	11.938	1.225	25.879	0.059	-0.056	-0.078
Si	10.463	5.402	-1.688	-0.187	0	-0.042
Si	16.403	-7.801	23.839	-0.08	-0.092	-0.118
Si	15.53	-5.381	25.212	0.016	0.025	0.016
Si	7.906	5.55	-6.723	-0.001	-0.061	0.016
Si	11.906	-3.227	-4.562	-0.048	0.112	-0.015
Si	13.44	-7.878	-1.936	-0.084	-0.068	-0.019
Si	18.671	-4.992	-5.363	0.052	-0.044	-0.025
Si	26.903	-5.883	-4.998	0.076	0.151	0.017
Si	26.92	-2.62	23.382	0.158	-0.035	0.2
Si	19.536	-7.988	-5.4	-0.017	-0.024	0.077
Si	22.914	-6.592	-2.842	0.015	-0.085	0.093
Si	16.758	-1.789	-4.1	0.078	0.035	0.033
Si	29.557	-1.041	-2.735	-0.022	0.035	-0.069
Si	30.398	-3.788	-3.299	0.061	0.043	0.19
Si	25.835	1.764	-2.964	-0.031	-0.005	-0.035
Si	29.815	7.268	-5.07	-0.121	0.023	-0.059
Si	29.435	-5.118	-6.692	0.206	0.002	-0.015
Si	29.463	0.208	-5.451	-0.058	0.086	0.089
Si	-32.503	5.117	-2.211	-0.051	0.163	0.083
Si	32.368	-8.005	23.639	-0.038	0.145	-0.144
Si	27.968	4.126	-2.933	0.02	0.082	0.052
Si	-32.638	2.779	23.97	-0.073	-0.006	-0.128
Si	-31.395	-6.656	-3.377	0.106	0.064	0.08
Si	-31.853	-2.856	26.144	0.068	0.085	-0.096
Si	-27.577	-2.551	23.742	-0.053	-0.016	-0.185
Si	-27.321	4.89	-2.277	0.051	-0.082	0.184
Si	30.646	2.897	-6.563	0.027	-0.137	-0.125
Si	-23.802	3.308	-4.225	-0.017	0.113	0.042
Si	-29.124	-2.575	-2.433	0.05	0.007	0.086
Si	-28.537	2.093	-2.978	0.085	-0.058	0.151
Si	-16.842	0.747	-2.728	-0.038	-0.012	0.038
Si	-16.808	5.091	25.4	0.082	0.163	-0.08
Si	-19.255	1.994	-4.215	-0.103	-0.128	0.092
Si	-25.891	-4.214	-4.422	0.104	-0.016	0.078
Si	-26.783	-6.405	-2.27	-0.094	0.025	-0.077
Si	-21.967	1.504	-2.818	0.005	0.001	-0.014
Si	-8.654	-3.997	-4.266	0.046	-0.083	0.086
Si	-9.819	-1.418	-3.134	-0.043	0.105	0.118
Si	-8.884	1.186	-4.566	-0.053	-0.041	-0.015
Si	-18.998	6.761	24.614	-0.013	0.112	-0.226
Si	-16.911	5.662	-4.72	0.076	0.122	0.112
Si	-19.491	-0.408	-6.013	-0.03	0.071	0.007
Si	-4.204	-3.158	-6.63	0.014	-0.069	-0.068
Si	-5.947	-2.186	-1.902	-0.018	-0.069	0.203
Si	-6.465	0.565	-2.763	-0.112	0.046	0.107
Si	-5.32	5.65	-1.68	-0.066	0.014	0.066
Si	-14.147	0.523	-1.957	0.084	-0.041	0.195
Si	-4.202	-6.999	-3.987	-0.046	0.08	0.133
Si	-8.739	3.325	24.625	0.072	-0.037	0.007
Si	2.774	2.721	-1.875	0.01	0.082	0.076
Si	-13.527	-4.357	-2.841	0.158	0.011	0.21
Si	-4.017	1.468	-4.353	0.09	0.031	0.069
Si	-8.967	7.486	-4.024	-0.09	-0.036	0.05
Si	-1.568	-6.045	-4.561	0.052	-0.004	0.217
Si	1.285	-1.338	5.56	0.003	-0.005	0.007
Si	3.983	1.405	5.526	-0.007	0	0.001
Si	1.293	4.072	5.568	0.006	-0.007	0
Si	3.999	6.865	5.571	-0.014	0.005	0.022
Si	1.302	9.533	5.577	0.003	-0.017	0.009
Si	4.004	-4.033	5.507	-0.008	-0.002	-0.003
Si	6.695	-1.314	5.488	0.011	0.004	0
Si	9.452	1.414	5.519	0.01	0.005	0.021
Si	6.714	4.136	5.516	-0.016	0.008	0.002
Si	9.4	6.885	5.459	-0.008	0.026	0.002
Si	6.717	-6.733	5.467	-0.011	-0.009	0.005
Si	9.42	-4.033	5.429	0.003	0.007	0.015
Si	12.17	-1.337	5.432	0.014	-0.007	0.009
Si	14.936	1.369	5.396	0.008	0.001	0.002
Si	12.188	4.176	5.445	-0.016	-0.024	0.005
Si	14.898	6.891	5.335	-0.003	0.022	-0.008
Si	12.162	-6.718	5.392	-0.017	-0.003	-0.006
Si	14.908	-4.057	5.324	0.006	-0.001	-0.001
Si	17.688	-1.326	5.263	0.008	0.001	0.009
Si	20.393	1.371	5.231	-0.01	-0.009	0.005
Si	17.699	4.143	5.346	0.001	-0.017	0.013
Si	20.387	6.866	5.236	-0.006	-0.001	-0.003
Si	17.647	-6.744	5.26	-0.023	-0.005	0.013
Si	20.379	-4.038	5.217	-0.007	0.012	0
Si	23.133	-1.344	5.206	0.015	-0.003	0.014
Si	25.864	1.37	5.185	-0.011	0.014	0.003
Si	23.156	4.079	5.24	0.007	-0.014	0.013
Si	25.884	6.805	5.222	-0.002	-0.002	0.002
Si	23.151	-6.782	5.189	0.01	-0.018	-0.006
Si	25.881	-4.069	5.177	0	0.003	0.006
Si	28.652	-1.39	5.161	0.017	-0.011	-0.002
Si	31.362	1.307	5.238	-0.009	0.019	0.001
Si	28.599	4.088	5.242	-0.008	0.01	0.02
Si	31.356	6.824	5.236	-0.017	0.01	0.01
Si	28.674	-6.791	5.213	0.015	-0.011	0.008
Si	31.385	-4.09	5.183	-0.005	0.011	0.006
Si	34.145	-1.452	5.245	0.009	-0.019	-0.001
Si	-28.449	1.283	5.268	0.007	0.006	-0.007
Si	34.116	4.057	5.275	0.019	-0.005	0.011
Si	-28.448	6.759	5.3	0.008	0.007	0.002
Si	34.143	-6.815	5.226	-0.011	-0.013	0.001
Si	-28.435	12.165	5.221	0.007	0.015	-0.014
Si	-25.741	-1.463	5.33	0.033	0	0.007
Si	-23.066	1.306	5.472	0.005	0.013	0.019
Si	-25.744	4.004	5.372	0.015	-0.002	-0.002
Si	-23.086	6.77	5.449	-0.015	0.007	0.004
Si	-25.716	9.438	5.305	0.008	-0.013	0.001
Si	-23.042	12.165	5.396	-0.006	0.007	-0.006
Si	-20.346	-1.432	5.529	0.019	0.005	-0.006
Si	-17.656	1.346	5.647	0.008	0.015	0.015
Si	-20.343	4.007	5.55	0.002	-0.012	0.017
Si	-17.606	6.741	5.589	-0.017	-0.001	0.016
Si	-20.337	9.443	5.546	-0.003	0.013	0.01
Si	-17.622	12.236	5.61	-0.018	-0.006	0.022
Si	-14.915	-1.372	5.559	-0.003	-0.02	-0.016
Si	-12.228	1.332	5.535	-0.01	0.003	-0.002
Si	-14.905	4.036	5.646	-0.019	0.002	0.003
Si	-12.216	6.785	5.629	0.001	0.002	0.006
Si	-14.913	9.494	5.614	0.004	-0.008	0
Si	-12.206	12.209	5.626	0.007	-0.004	0.011
Si	-9.519	-1.378	5.608	-0.001	0.009	-0.006
Si	-6.882	1.362	5.607	-0.012	0.003	0.002
Si	-9.586	4.053	5.566	0	0.006	-0.001
Si	-6.859	6.802	5.589	0.014	0.005	-0.011
Si	-9.57	9.53	5.581	-0.014	0.003	0.004
Si	-6.893	12.249	5.599	-0.017	0.016	-0.003
Si	-4.16	-1.35	5.647	0.002	0.004	0.011
Si	-1.439	1.369	5.588	-0.001	-0.012	0.008
Si	-4.15	4.075	5.601	0.004	0.004	0.006
Si	-1.436	6.786	5.593	0.003	0.008	0.007
Si	-4.141	-6.846	5.653	0.006	0.001	0.01
Si	-1.392	-4.073	5.634	-0.011	-0.002	0.015
Si	2.656	0.026	6.906	-0.003	0.006	-0.009
Si	5.364	2.762	6.876	-0.002	-0.004	-0.006
Si	2.652	5.463	6.91	0.004	0.008	-0.009
Si	5.391	-8.094	6.88	0	-0.001	-0.008
Si	2.672	-5.405	6.903	0.002	0	-0.007
Si	5.372	-2.685	6.874	0.003	0.004	-0.011
Si	8.074	0.044	6.847	0	0.013	-0.007
Si	10.85	2.786	6.815	0.012	-0.01	-0.001
Si	8.086	5.506	6.848	0.007	-0.005	-0.006
Si	10.819	-8.09	6.775	0.011	-0.008	-0.002
Si	8.091	-5.388	6.826	0.011	-0.001	-0.009
Si	10.808	-2.689	6.789	0.007	0	-0.003
Si	13.562	0.029	6.756	0.002	0	0.004
Si	16.316	2.771	6.692	0.003	0.002	0.003
Si	13.578	5.532	6.751	-0.002	-0.008	-0.001
Si	16.293	-8.083	6.665	0.009	0.002	-0.004
Si	13.556	-5.381	6.733	0.004	0.002	-0.005
Si	16.308	-2.68	6.64	-0.006	0.012	-0.01
Si	19.046	0.029	6.628	-0.002	-0.002	-0.001
Si	21.778	2.724	6.59	0.009	0.009	-0.004
Si	19.068	5.509	6.656	-0.004	0.006	0.005
Si	21.781	-8.115	6.58	-0.003	0.002	-0.004
Si	19.029	-5.389	6.607	0.007	-0.005	-0.002
Si	21.765	-2.692	6.575	-0.001	0.006	-0.001
Si	24.504	0.019	6.56	-0.003	-0.003	0.002
Si	27.226	2.718	6.573	0.004	0.002	-0.004
Si	24.52	5.45	6.589	0.001	-0.01	0.001
Si	27.271	-8.147	6.557	-0.001	-0.001	-0.005
Si	24.52	-5.424	6.55	0.002	0.005	-0.001
Si	27.26	-2.717	6.536	-0.009	-0.004	-0.002
Si	29.979	-0.035	6.576	0.002	-0.007	0.006
Si	32.717	2.691	6.594	-0.004	-0.005	0.001
Si	29.978	5.455	6.582	-0.007	0.004	0.001
Si	32.737	-8.151	6.587	0	-0.001	-0.005
Si	30.021	-5.432	6.572	-0.004	0.005	0.001
Si	32.732	-2.762	6.591	0	-0.004	0.002
Si	-29.828	-0.056	6.624	-0.006	-0.009	0.005
Si	-27.134	2.646	6.686	0.006	-0.007	-0.007
Si	-29.829	5.414	6.654	-0.011	0.003	0.002
Si	-27.105	8.113	6.677	0.002	-0.005	0.001
Si	-29.811	10.851	6.618	0.001	-0.009	-0.002
Si	-27.138	-2.793	6.66	-0.018	0.005	-0.008
Si	-24.439	-0.088	6.755	-0.003	0.003	-0.004
Si	-21.727	2.656	6.866	-0.003	0	-0.008
Si	-24.437	5.382	6.772	-0.004	0.008	-0.002
Si	-21.731	8.096	6.853	0	0.002	-0.013
Si	-24.423	10.813	6.729	-0.009	0.005	-0.004
Si	-21.734	-2.797	6.826	0.001	-0.004	-0.006
Si	-19.014	-0.069	6.922	0.002	-0.003	-0.007
Si	-16.291	2.697	6.985	-0.008	0.002	0.005
Si	-18.999	5.385	6.909	0.006	-0.008	-0.01
Si	-16.278	8.121	6.949	-0.005	-0.004	-0.007
Si	-19.005	10.839	6.899	0.006	-0.006	-0.003
Si	-16.268	-2.722	6.943	-0.008	-0.004	-0.004
Si	-13.576	-0.015	6.928	-0.002	0.007	-0.011
Si	-10.905	2.684	6.943	0.009	-0.004	-0.009
Si	-13.578	5.426	6.984	-0.004	0	-0.009
Si	-10.87	8.146	6.976	0.002	-0.005	-0.001
Si	-13.565	10.845	6.975	-0.001	0.002	-0.001
Si	-10.874	-2.733	6.974	0.008	-0.004	0.001
Si	-8.185	-0.022	6.984	0.008	-0.008	0
Si	-5.502	2.712	6.96	0.003	0.002	-0.006
Si	-8.206	5.411	6.93	-0.005	0.007	-0.006
Si	-5.5	8.121	6.994	0.008	0	-0.006
Si	-8.218	10.874	6.967	-0.001	0.007	-0.013
Si	-5.501	-2.746	6.975	0.012	-0.004	-0.004
Si	-2.783	0.017	6.974	-0.014	0.004	-0.001
Si	-0.057	2.716	6.942	0.005	0.002	-0.012
Si	-2.775	5.42	6.965	0.003	-0.003	-0.011
Si	-0.059	8.161	6.933	0.001	-0.002	-0.002
Si	-2.767	-5.451	6.969	-0.006	-0.002	0
Si	-0.033	-2.703	6.964	0.002	-0.004	-0.009
Si	1.309	1.363	8.297	-0.003	-0.011	0.001
Si	4.026	4.112	8.263	0	0	-0.002
Si	1.307	6.807	8.292	-0.006	-0.008	0.004
Si	4.038	-6.759	8.262	0.012	-0.001	0.001
Si	1.331	-4.066	8.302	0	0.017	0.005
Si	4.029	-1.332	8.257	-0.004	-0.007	0
Si	6.735	1.401	8.224	-0.009	-0.012	0.002
Si	9.476	4.136	8.174	0.001	-0.002	-0.006
Si	6.747	6.853	8.23	0	0.003	-0.002
Si	9.476	-6.745	8.167	-0.001	0.005	-0.007
Si	6.75	-4.041	8.22	0	-0.001	-0.004
Si	9.47	-1.319	8.17	0.005	-0.01	-0.01
Si	12.225	1.406	8.13	0.01	0.019	0.003
Si	14.955	4.135	8.061	-0.002	0.004	0.001
Si	12.202	6.867	8.118	0.003	0.004	0.002
Si	14.94	-6.745	8.06	-0.001	-0.014	-0.003
Si	12.204	-4.036	8.12	-0.004	0.006	-0.001
Si	14.959	-1.339	8.056	-0.007	-0.009	0.001
Si	17.691	1.391	8.011	-0.002	-0.007	-0.007
Si	20.434	4.107	7.967	-0.009	-0.006	-0.009
Si	17.676	6.859	8	-0.007	-0.005	-0.004
Si	20.415	-6.754	7.948	0	-0.003	-0.004
Si	17.679	-4.038	7.996	0	-0.006	-0.006
Si	20.423	-1.332	7.966	0.01	0.002	-0.003
Si	23.15	1.372	7.944	0.003	0.003	0.001
Si	25.881	4.088	7.944	-0.007	-0.005	0
Si	23.144	6.823	7.932	-0.001	-0.007	-0.008
Si	25.892	-6.785	7.91	-0.008	-0.01	-0.007
Si	23.15	-4.059	7.914	0	0.004	-0.007
Si	25.892	-1.347	7.898	0.006	0.008	-0.01
Si	28.606	1.351	7.916	-0.006	0.008	-0.005
Si	31.341	4.074	7.931	-0.007	-0.004	-0.004
Si	28.615	6.813	7.939	0.009	-0.003	-0.001
Si	31.366	-6.795	7.947	0.006	0.002	-0.002
Si	28.621	-4.077	7.91	0.012	-0.001	-0.004
Si	31.354	-1.384	7.935	-0.001	-0.01	-0.004
Si	-31.212	1.323	7.961	-0.001	0.01	-0.006
Si	-28.497	4.035	8.023	-0.002	-0.002	-0.001
Si	-31.216	6.79	7.972	0.001	0.008	-0.002
Si	-28.484	9.489	8.011	0.006	0.003	-0.003
Si	-31.199	-4.113	7.969	-0.001	0.013	-0.006
Si	-28.492	-1.407	8.012	0.005	-0.004	-0.004
Si	-25.8	1.302	8.084	0.005	0	-0.009
Si	-23.092	4.045	8.171	0.012	0.009	-0.001
Si	-25.804	6.756	8.094	0	-0.007	-0.004
Si	-23.095	9.484	8.156	0.011	-0.008	-0.002
Si	-25.799	-4.133	8.062	0.002	-0.005	-0.004
Si	-23.095	-1.417	8.155	-0.007	-0.001	-0.003
Si	-20.386	1.304	8.242	-0.01	0.002	-0.004
Si	-17.664	4.054	8.307	0.011	0.014	0.002
Si	-20.382	6.75	8.228	-0.001	-0.005	0.002
Si	-17.659	9.485	8.27	-0.01	0	-0.002
Si	-20.384	-4.125	8.221	0.005	-0.004	-0.001
Si	-17.653	-1.396	8.291	-0.003	0.006	0.003
Si	-14.94	1.318	8.31	-0.015	-0.003	-0.005
Si	-12.236	4.045	8.325	-0.009	-0.002	-0.007
Si	-14.949	6.769	8.329	0.003	0.004	0.008
Si	-12.236	9.482	8.342	-0.012	-0.01	-0.002
Si	-14.938	-4.105	8.301	0.011	0.007	-0.002
Si	-12.244	-1.376	8.312	-0.004	0.001	-0.004
Si	-9.555	1.333	8.325	0.001	-0.008	-0.003
Si	-6.853	4.065	8.318	0.003	-0.009	-0.011
Si	-9.524	6.773	8.325	0.01	0.018	-0.004
Si	-6.847	9.509	8.325	0.009	-0.001	-0.002
Si	-9.547	-4.099	8.349	0.001	0.004	-0.003
Si	-6.829	-1.379	8.347	0.007	0.012	-0.001
Si	-4.132	1.367	8.334	0.014	0.002	0
Si	-1.4	4.072	8.317	-0.002	0.003	0.004
Si	-4.127	6.769	8.338	-0.013	-0.006	0.004
Si	-1.398	-6.807	8.317	0	0.004	-0.003
Si	-4.13	-4.101	8.329	-0.011	-0.006	0
Si	-1.411	-1.356	8.316	-0.013	-0.006	-0.004
Si	-0.04	0.001	9.67	0.004	0.001	-0.004
Si	2.683	2.736	9.635	-0.001	0.005	-0.005
Si	-0.033	5.438	9.667	-0.004	0.002	-0.004
Si	2.691	-8.143	9.626	0.003	0.008	-0.008
Si	-0.027	-5.44	9.661	0.004	-0.005	-0.001
Si	2.693	-2.698	9.642	0.009	-0.007	-0.002
Si	5.401	0.032	9.604	0	0.009	-0.002
Si	8.127	2.768	9.549	-0.001	0.002	-0.006
Si	5.405	5.477	9.602	0.001	0.007	-0.004
Si	8.139	-8.112	9.555	0.007	-0.009	-0.005
Si	5.412	-5.403	9.608	-0.004	-0.002	-0.002
Si	8.132	-2.678	9.558	0.002	0.004	-0.005
Si	10.859	0.051	9.499	-0.004	0.001	-0.005
Si	13.605	2.778	9.447	-0.006	-0.013	0.01
Si	10.864	5.495	9.501	0.001	-0.005	0.003
Si	13.594	-8.1	9.447	0.002	0.004	0.006
Si	10.861	-5.391	9.506	0.008	-0.007	0
Si	13.594	-2.673	9.444	0.004	0.001	0.001
Si	16.33	0.04	9.388	0.003	0.01	0.004
Si	19.066	2.76	9.344	-0.001	0.005	0.002
Si	16.334	5.498	9.389	0.009	0.004	0.004
Si	19.058	-8.106	9.333	-0.006	0.003	-0.002
Si	16.325	-5.385	9.387	-0.011	0.004	-0.001
Si	19.06	-2.681	9.34	-0.002	0.013	0
Si	21.791	0.025	9.317	-0.001	-0.006	0.006
Si	24.514	2.734	9.301	-0.004	0.005	0.009
Si	21.796	5.468	9.315	0.011	-0.007	0.001
Si	24.523	-8.137	9.278	0.006	0.002	-0.001
Si	21.79	-5.402	9.298	0.001	0.003	0
Si	24.522	-2.697	9.267	-0.003	-0.002	-0.002
Si	27.243	0.004	9.28	-0.005	-0.001	0.001
Si	29.966	2.718	9.282	0	-0.003	0.004
Si	27.249	5.451	9.294	-0.003	-0.003	0.001
Si	29.983	-8.15	9.295	-0.005	0.002	0.002
Si	27.252	-5.427	9.275	-0.001	0.001	-0.001
Si	29.977	-2.728	9.29	-0.002	0.002	0.007
Si	-32.589	-0.018	9.316	-0.007	0.001	0.007
Si	-29.881	2.684	9.356	-0.001	-0.001	0
Si	-32.592	5.43	9.314	-0.003	0	0.001
Si	-29.872	8.143	9.358	-0.003	-0.004	0.003
Si	-32.573	-5.45	9.332	-0.003	-0.018	0.006
Si	-29.874	-2.746	9.358	-0.013	0.004	0.006
Si	-27.173	-0.049	9.419	-0.002	0.001	0.003
Si	-24.471	2.67	9.48	0	-0.001	-0.001
Si	-27.177	5.396	9.425	0.009	0.003	0.002
Si	-24.464	8.114	9.48	-0.008	0	-0.003
Si	-27.165	-5.476	9.416	-0.004	0	0.003
Si	-24.477	-2.773	9.474	-0.002	0.001	0.004
Si	-21.765	-0.058	9.554	0.01	-0.007	-0.002
Si	-19.041	2.672	9.616	0.007	-0.005	-0.005
Si	-21.751	5.392	9.562	-0.002	-0.005	-0.001
Si	-19.037	8.12	9.596	0	0	-0.002
Si	-21.756	-5.486	9.548	-0.005	0.01	-0.003
Si	-19.036	-2.769	9.598	-0.001	-0.003	-0.001
Si	-16.313	-0.035	9.655	0.006	-0.006	0.001
Si	-13.599	2.684	9.674	-0.002	0.003	-0.005
Si	-16.319	5.41	9.67	-0.019	0.003	0.003
Si	-13.601	8.124	9.689	-0.001	-0.006	0
Si	-16.314	-5.471	9.637	0	-0.003	-0.005
Si	-13.598	-2.746	9.667	-0.002	0.005	0
Si	-10.901	-0.029	9.69	-0.004	0.003	-0.003
Si	-8.193	2.692	9.682	0.006	0.006	-0.007
Si	-10.884	5.408	9.682	0.005	-0.005	-0.002
Si	-8.179	8.132	9.693	0.008	-0.008	-0.001
Si	-10.895	-5.47	9.701	0.003	0.003	-0.001
Si	-8.183	-2.748	9.704	0.007	-0.009	-0.002
Si	-5.466	-0.019	9.696	0.007	-0.007	-0.003
Si	-2.753	2.712	9.686	-0.008	0.007	-0.005
Si	-5.482	5.406	9.691	0.002	-0.003	0
Si	-2.753	8.141	9.677	0.006	0.004	-0.003
Si	-5.478	-5.469	9.692	0.004	0.002	0.001
Si	-2.757	-2.736	9.676	-0.006	0	0
Si	1.333	-1.356	11.019	-0.003	-0.006	0
Si	4.056	1.383	10.988	0.001	-0.018	0.001
Si	1.336	4.081	11.02	0.004	-0.005	0.007
Si	4.058	-9.499	10.987	-0.001	-0.005	0.004
Si	1.345	-6.797	11.011	-0.001	-0.003	0.003
Si	4.061	-4.057	10.988	-0.001	0.016	0.006
Si	6.788	-1.323	10.942	-0.002	-0.008	0
Si	9.511	1.407	10.883	-0.004	-0.001	0.001
Si	6.784	4.117	10.942	-0.003	0	0.002
Si	9.516	-9.479	10.889	-0.004	0.012	0
Si	6.789	-6.771	10.943	0.003	0.003	0.001
Si	9.516	-4.037	10.892	0.003	0.001	0
Si	12.248	-1.31	10.827	0.007	-0.007	-0.001
Si	14.981	1.404	10.771	-0.002	0.007	0.004
Si	12.246	4.125	10.83	0.005	-0.001	0.002
Si	14.976	-9.473	10.771	-0.011	-0.008	-0.002
Si	12.246	-6.753	10.835	-0.006	-0.001	0.001
Si	14.973	-4.036	10.774	-0.004	-0.001	0.002
Si	17.711	-1.32	10.722	0.002	-0.015	-0.002
Si	20.436	1.393	10.685	0.003	0	-0.002
Si	17.704	4.119	10.717	-0.005	-0.002	-0.003
Si	20.423	-9.488	10.669	-0.007	-0.006	-0.007
Si	17.702	-6.759	10.717	0.01	-0.001	-0.004
Si	20.435	-4.047	10.679	0.005	-0.007	-0.001
Si	23.168	-1.341	10.652	0.005	0.011	-0.001
Si	25.884	1.366	10.646	0.003	0.001	-0.001
Si	23.158	4.101	10.664	0.004	0.003	0.005
Si	25.882	-9.502	10.642	-0.003	-0.009	-0.001
Si	23.162	-6.769	10.64	-0.003	-0.008	-0.003
Si	25.888	-4.056	10.627	-0.005	0.005	-0.004
Si	28.614	-1.351	10.637	-0.001	-0.002	-0.003
Si	31.32	1.358	10.656	-0.003	0.011	-0.003
Si	28.609	4.084	10.649	-0.003	0.006	-0.001
Si	31.326	-9.521	10.668	-0.004	0	0
Si	28.612	-6.785	10.644	0.004	-0.002	0.002
Si	31.33	-4.082	10.67	0.006	0	0
Si	-31.241	-1.37	10.699	0.004	-0.004	-0.001
Si	-28.542	1.331	10.748	0.004	0.001	-0.005
Si	-31.247	4.066	10.69	0.001	-0.007	-0.003
Si	-28.546	6.778	10.749	-0.01	0	-0.002
Si	-31.235	9.512	10.711	0.002	0.011	0
Si	-28.534	-4.097	10.75	0.001	-0.001	0
Si	-25.836	-1.392	10.813	0.001	0.007	-0.002
Si	-23.133	1.323	10.876	0.002	0.007	-0.001
Si	-25.836	4.048	10.813	-0.005	0.004	-0.001
Si	-23.125	6.768	10.877	0.011	0.007	0.002
Si	-25.829	9.491	10.805	0.015	-0.012	-0.005
Si	-23.128	-4.111	10.866	0.002	-0.004	-0.001
Si	-20.406	-1.4	10.927	0.004	0.003	0
Si	-17.686	1.326	10.988	0.001	0.004	0.002
Si	-20.412	4.041	10.945	-0.003	0.009	0.002
Si	-17.699	6.775	10.989	0.002	0.002	0.003
Si	-20.407	9.486	10.927	0.006	-0.009	-0.002
Si	-17.69	-4.118	10.976	-0.008	0.005	0
Si	-14.972	-1.399	11.016	-0.011	0.002	-0.002
Si	-12.261	1.323	11.047	-0.005	-0.001	-0.003
Si	-14.967	4.039	11.021	0.001	-0.003	0
Si	-12.252	6.756	11.042	-0.009	0.004	-0.002
Si	-14.976	9.49	11.017	0.007	-0.003	-0.001
Si	-12.263	-4.112	11.041	-0.005	-0.003	0.001
Si	-9.553	-1.397	11.052	0.002	0.004	-0.002
Si	-6.835	1.333	11.046	-0.006	0.002	-0.005
Si	-9.542	4.044	11.051	0.007	-0.002	-0.001
Si	-6.826	6.768	11.055	0.018	0.005	0.001
Si	-9.54	9.483	11.053	-0.001	-0.002	-0.002
Si	-6.83	-4.116	11.061	0.003	0.007	0.002
Si	-4.106	-1.384	11.052	0.003	0.009	0
Si	-1.39	1.352	11.045	-0.012	-0.001	0.002
Si	-4.111	4.057	11.05	0.003	-0.009	0.001
Si	-1.388	6.787	11.036	-0.001	-0.006	0.003
Si	-4.108	9.493	11.044	-0.014	-0.004	0
Si	-1.387	-4.093	11.034	-0.006	0.008	0.003
Si	2.702	0.019	12.36	0.002	0.006	-0.006
Si	5.438	2.753	12.324	-0.002	0.001	-0.005
Si	2.716	5.445	12.362	-0.003	0.005	-0.004
Si	5.443	-8.139	12.326	0.002	0.002	-0.006
Si	2.715	-5.432	12.362	0.012	0.003	-0.004
Si	5.438	-2.687	12.316	0.001	-0.004	-0.006
Si	8.168	0.052	12.273	0	0.006	-0.005
Si	10.892	2.774	12.218	-0.003	-0.003	0
Si	8.169	5.482	12.276	0.003	-0.006	-0.002
Si	10.907	-8.122	12.214	0.008	-0.007	0
Si	8.175	-5.407	12.271	-0.005	-0.002	0.001
Si	10.903	-2.665	12.216	0	0.006	0
Si	13.625	0.061	12.159	-0.002	0.011	0.001
Si	16.351	2.772	12.107	0.01	-0.003	0.005
Si	13.635	5.485	12.156	-0.003	0.005	0
Si	16.355	-8.113	12.108	-0.005	-0.001	-0.001
Si	13.627	-5.386	12.163	0	-0.001	0.002
Si	16.351	-2.665	12.098	-0.005	0.003	0
Si	19.079	0.048	12.065	0.004	0.01	0.002
Si	21.8	2.75	12.038	-0.001	0.001	0.006
Si	19.074	5.479	12.057	-0.002	0	0.004
Si	21.796	-8.124	12.002	0.008	0.001	-0.001
Si	19.074	-5.398	12.053	-0.007	-0.002	0.001
Si	21.808	-2.687	12.027	-0.004	-0.001	0.004
Si	24.522	0.019	12.017	-0.002	-0.011	0.003
Si	27.249	2.721	12.005	-0.014	-0.004	0.006
Si	24.526	5.46	12.009	-0.001	0.003	0.006
Si	27.246	-8.143	12	-0.004	0	-0.004
Si	24.525	-5.405	11.994	0.004	0.002	0
Si	27.248	-2.698	11.993	0.008	0.008	-0.004
Si	29.96	0.006	12.017	-0.001	-0.004	0.005
Si	32.666	2.713	12.037	-0.002	0.006	0
Si	29.958	5.445	12.023	0.003	-0.006	0.005
Si	32.671	-8.166	12.052	0.004	-0.011	0.005
Si	29.96	-5.433	12.025	-0.008	-0.004	0.002
Si	32.672	-2.72	12.048	-0.01	0.008	0.005
Si	-29.907	-0.019	12.098	-0.01	0.01	0.007
Si	-27.214	2.69	12.142	-0.002	-0.006	0.001
Si	-29.917	5.419	12.089	-0.003	-0.003	0.002
Si	-27.206	8.135	12.133	0.002	0.005	-0.005
Si	-29.903	10.874	12.099	-0.001	-0.003	0.004
Si	-27.21	-2.74	12.153	0	-0.005	0.006
Si	-24.507	-0.032	12.21	-0.001	-0.006	0.005
Si	-21.794	2.677	12.266	0.003	-0.013	0.003
Si	-24.499	5.403	12.205	0.003	-0.005	-0.001
Si	-21.782	8.126	12.255	0.001	0.001	-0.001
Si	-24.494	10.845	12.196	-0.005	0	-0.001
Si	-21.786	-2.756	12.251	0.002	0	0
Si	-19.063	-0.045	12.309	-0.005	-0.007	0.001
Si	-16.334	2.677	12.362	-0.008	0.012	0.001
Si	-19.069	5.406	12.318	0.005	-0.002	0.002
Si	-16.348	8.13	12.358	-0.012	0.003	0.004
Si	-19.062	10.84	12.309	0.002	-0.001	0.001
Si	-16.348	-2.758	12.351	0.012	0.003	0.002
Si	-13.629	-0.046	12.389	-0.003	-0.005	-0.003
Si	-10.905	2.681	12.406	0	0.001	0.003
Si	-13.62	5.395	12.39	0	-0.008	-0.001
Si	-10.907	8.123	12.401	0.007	-0.007	-0.001
Si	-13.632	10.846	12.386	-0.007	0.005	0.004
Si	-10.909	-2.766	12.409	0.004	0.004	0.002
Si	-8.195	-0.035	12.401	0.011	0.002	-0.009
Si	-5.463	2.682	12.402	0.013	0.003	-0.006
Si	-8.188	5.404	12.411	0.004	0	-0.002
Si	-5.453	8.119	12.409	0.002	-0.001	-0.003
Si	-8.185	10.834	12.422	0.003	-0.001	0.003
Si	-5.465	-2.755	12.409	0.005	-0.003	0
Si	-2.734	-0.03	12.407	-0.005	-0.006	-0.001
Si	-0.021	2.72	12.394	0.002	-0.001	-0.001
Si	-2.744	5.42	12.401	-0.01	0.007	-0.003
Si	-0.004	8.148	12.374	0.003	0.008	-0.011
Si	-2.741	-5.467	12.398	-0.001	-0.012	-0.001
Si	-0.013	-2.733	12.386	0.003	0.004	-0.001
Si	1.35	1.364	13.748	0.004	-0.008	0.004
Si	4.088	4.09	13.721	0.008	-0.008	0.007
Si	1.359	6.791	13.736	0.001	-0.002	0.008
Si	4.092	-6.792	13.708	-0.002	0.005	0.005
Si	1.354	-4.091	13.744	-0.006	0	0.004
Si	4.085	-1.336	13.695	0.005	-0.004	-0.002
Si	6.825	1.406	13.667	-0.003	-0.011	0.004
Si	9.553	4.127	13.617	-0.004	0.008	0.013
Si	6.82	-9.5	13.673	-0.005	0.008	0.008
Si	9.565	-6.773	13.598	0	-0.006	0.001
Si	6.813	-4.058	13.641	-0.004	0.011	0.002
Si	9.562	-1.302	13.6	0	-0.006	0.001
Si	12.28	1.418	13.55	-0.001	-0.004	0.01
Si	15.006	4.125	13.502	-0.011	-0.002	0.001
Si	12.29	-9.489	13.542	0.002	-0.007	-0.002
Si	15.006	-6.756	13.489	-0.006	0.003	0.004
Si	12.288	-4.025	13.549	0.002	-0.007	0.003
Si	15.012	-1.301	13.484	0.01	-0.012	-0.002
Si	17.722	1.406	13.441	-0.011	0.003	0.003
Si	20.435	4.108	13.402	0.003	0.005	0.003
Si	17.721	-9.494	13.443	0.008	-0.009	0
Si	20.444	-6.774	13.382	0.004	-0.009	-0.002
Si	17.719	-4.039	13.425	0.005	0.005	0
Si	20.458	-1.318	13.396	-0.001	0	0.004
Si	23.167	1.385	13.386	0.001	-0.002	0.008
Si	25.884	4.081	13.356	0.012	0.001	0.002
Si	23.156	-9.488	13.349	-0.006	-0.003	0.002
Si	25.89	-6.765	13.345	-0.002	-0.003	-0.002
Si	23.176	-4.05	13.376	0.01	-0.004	0.005
Si	25.898	-1.337	13.364	-0.001	0	-0.004
Si	28.605	1.367	13.382	0.005	0.004	0.005
Si	31.313	4.083	13.39	-0.004	-0.003	0.001
Si	28.596	-9.503	13.373	-0.003	0.001	0.005
Si	31.308	-6.797	13.398	-0.003	0.006	0.004
Si	28.604	-4.046	13.365	-0.013	0.007	-0.002
Si	31.314	-1.346	13.393	0.011	-0.006	0.002
Si	34.005	1.36	13.426	-0.002	-0.002	0.002
Si	-28.582	4.06	13.477	0.006	0.007	-0.002
Si	34.01	-9.525	13.435	0.003	0.001	0.008
Si	-28.556	9.516	13.472	0.001	-0.005	0.002
Si	34.021	-4.06	13.438	0	-0.003	-0.001
Si	-28.571	-1.365	13.5	0.003	-0.001	0.007
Si	-25.878	1.348	13.54	-0.006	0.013	-0.001
Si	-23.166	4.047	13.6	0.004	0.008	0.005
Si	-25.875	6.782	13.523	-0.002	0.005	-0.001
Si	-23.147	9.502	13.583	0.01	-0.003	0.002
Si	-25.859	-4.099	13.522	0.011	-0.01	-0.003
Si	-23.153	-1.385	13.584	0.005	0.012	0.005
Si	-20.439	1.32	13.634	0.003	0.005	0.003
Si	-17.704	4.055	13.682	-0.002	-0.001	0.003
Si	-20.448	6.776	13.645	-0.004	0.003	0.001
Si	-17.717	9.494	13.698	0.003	0.001	0.009
Si	-20.439	-4.106	13.628	0	0.001	0.002
Si	-17.715	-1.394	13.692	-0.005	0.002	0.003
Si	-14.999	1.307	13.739	0.006	-0.008	0.005
Si	-12.275	4.031	13.759	-0.001	0.004	0.003
Si	-14.997	6.764	13.719	0.003	-0.003	-0.004
Si	-12.279	9.482	13.746	0	0.002	-0.003
Si	-15.01	-4.119	13.726	-0.016	0.001	0.001
Si	-12.289	-1.417	13.752	-0.003	0.011	0.001
Si	-9.562	1.305	13.765	0.006	-0.007	-0.001
Si	-6.821	4.038	13.759	0.003	-0.012	0.004
Si	-9.563	6.756	13.762	-0.003	0.007	0.003
Si	-6.821	9.46	13.768	0.021	-0.012	-0.007
Si	-9.564	-4.138	13.774	0.006	-0.012	0.008
Si	-6.845	-1.405	13.755	-0.016	0.022	-0.007
Si	-4.108	1.315	13.761	-0.001	-0.002	0.003
Si	-1.381	4.07	13.766	-0.011	0.006	0.004
Si	-4.093	6.766	13.778	0.006	0.001	0.005
Si	-1.365	9.487	13.744	0.004	-0.006	0.007
Si	-4.103	-4.117	13.766	-0.018	0.012	0.014
Si	-1.362	-1.385	13.767	-0.004	0	0.002
Si	0.008	-0.014	15.12	-0.002	-0.003	0
Si	2.711	2.741	15.099	-0.004	-0.001	-0.003
Si	-0.008	5.444	15.116	0.004	-0.009	0.003
Si	2.744	8.147	15.077	0	0.008	-0.003
Si	-0.002	-5.481	15.104	0.001	0.002	-0.004
Si	2.742	-2.713	15.066	-0.004	0.003	0
Si	5.448	0.052	15.027	-0.002	0.001	0.001
Si	8.206	2.778	15.012	-0.005	-0.006	0.006
Si	5.475	5.451	15.063	-0.008	-0.002	0.003
Si	8.231	-8.139	14.987	0.008	0.003	0.004
Si	5.482	-5.424	15.037	0.002	-0.004	-0.001
Si	8.195	-2.673	14.942	0.001	0.008	-0.008
Si	10.945	0.066	14.946	-0.006	-0.003	0.003
Si	13.649	2.787	14.895	-0.003	0.01	0.004
Si	10.96	5.48	14.945	0.004	0.013	0
Si	13.674	-8.13	14.867	-0.004	-0.003	-0.002
Si	10.952	-5.404	14.92	0	0.003	0.004
Si	13.674	-2.647	14.873	-0.003	0.016	0.01
Si	16.369	0.07	14.833	0.002	0.009	0.005
Si	19.084	2.761	14.793	0.001	-0.004	0.014
Si	16.386	5.475	14.85	-0.002	0.005	0.002
Si	19.102	-8.132	14.764	-0.004	0.003	0.004
Si	16.374	-5.38	14.82	-0.002	-0.004	0.007
Si	19.082	-2.661	14.749	0	-0.01	0.003
Si	21.819	0.032	14.766	-0.006	-0.002	0.01
Si	24.533	2.74	14.742	0.001	0	0.005
Si	21.808	5.477	14.725	0.007	0.013	0.007
Si	24.514	-8.117	14.686	0.005	0.002	-0.008
Si	21.802	-5.406	14.726	-0.003	-0.001	0.003
Si	24.555	-2.694	14.73	0.004	-0.006	0.004
Si	27.237	0.021	14.745	-0.009	-0.008	0.007
Si	29.976	2.712	14.749	0.004	0.005	0.006
Si	27.244	5.431	14.71	-0.011	-0.002	0.006
Si	29.941	-8.146	14.761	-0.002	-0.006	0.01
Si	27.243	-5.403	14.712	0.002	0.005	0.003
Si	29.947	-2.689	14.747	-0.011	0.002	-0.002
Si	32.661	-0.001	14.784	-0.01	0.003	0.008
Si	35.324	2.714	14.828	-0.006	-0.009	-0.001
Si	32.636	5.445	14.782	-0.002	-0.004	0.005
Si	35.373	-8.176	14.806	-0.006	0.003	-0.001
Si	32.653	-5.425	14.762	0	-0.001	-0.001
Si	35.341	-2.709	14.861	-0.009	0.004	0.017
Si	-27.242	0	14.891	0.004	0.001	0.007
Si	-24.548	2.696	14.944	-0.011	-0.011	0.003
Si	-27.241	5.413	14.858	-0.004	-0.01	0.005
Si	-24.54	8.149	14.896	-0.006	-0.002	0.006
Si	-27.234	10.883	14.865	0.012	0.004	0.004
Si	-24.521	-2.754	14.91	-0.008	-0.002	-0.001
Si	-21.817	-0.033	14.974	0.003	-0.017	0.01
Si	-19.076	2.677	14.99	0.005	0.005	-0.003
Si	-21.826	5.412	14.973	0.004	-0.007	0.006
Si	-19.103	8.136	15.022	0.007	-0.005	0.008
Si	-21.807	10.862	14.968	0	-0.005	0.005
Si	-19.097	-2.758	15.013	-0.01	-0.004	-0.005
Si	-16.37	-0.053	15.089	-0.002	-0.001	0.006
Si	-13.634	2.653	15.101	-0.002	0.005	0.005
Si	-16.362	5.408	15.068	-0.006	0.002	0.002
Si	-13.654	8.126	15.086	-0.005	-0.005	0.008
Si	-16.376	10.852	15.082	0.01	0.005	0.01
Si	-13.659	-2.778	15.102	0.004	-0.01	0.002
Si	-10.933	-0.069	15.113	0.003	0.004	0.005
Si	-8.189	2.669	15.099	0.01	0.013	-0.003
Si	-10.936	5.406	15.12	0.013	0.004	0.001
Si	-8.196	8.102	15.12	0.011	0.002	0.001
Si	-10.938	10.824	15.136	-0.006	0.005	0.005
Si	-8.203	-2.77	15.116	0.003	0.006	0.005
Si	-5.478	-0.059	15.11	0.001	-0.005	-0.002
Si	-2.745	2.683	15.108	-0.002	-0.009	-0.007
Si	-5.466	5.397	15.124	0.006	0.007	0.002
Si	-2.696	8.111	15.124	-0.002	0	-0.001
Si	-5.457	-5.504	15.119	0	-0.009	0.009
Si	-2.721	-2.766	15.118	0.005	0.002	0.004
O	0.199	-2.622	22.227	0.059	0.08	0.261
O	3.752	1.176	23.126	0.089	0.454	0.388
O	-1.225	-4.73	-1.004	0.041	0.019	-0.296
O	3.792	4.554	24.904	0.095	0.051	-0.072
O	2.436	5.189	22.715	-0.068	0.297	0.144
O	6.079	-6.324	-1.352	-0.116	-0.296	-0.476
O	5.749	-8.001	22.09	0.167	0.058	0.36
O	4.855	-3.842	23.02	0.363	-0.505	0.246
O	1.486	-7.366	23.305	-0.236	-0.302	0.098
O	2.911	-5.419	22.257	-0.169	0.065	0.613
O	6.892	-2.094	22.946	0.269	-0.066	0.128
O	8.306	-0.025	22.172	0.083	0.008	0.552
O	7.904	6.163	24.847	-0.46	0.532	-0.076
O	7.041	4.23	23.243	-0.237	-0.337	0.446
O	10.516	7.504	23.052	-0.229	0.018	0.12
O	7.313	-6.149	23.043	-0.003	0.126	-0.035
O	9.179	-4.317	23.027	-0.048	0.093	0.164
O	11.773	6.438	-5.272	0.263	0.263	-0.245
O	10.956	-2.683	22.066	-0.114	-0.128	0.701
O	23.101	3.416	22.756	-0.519	-0.498	-0.027
O	12.755	-1.023	22.869	0.373	0.159	-0.08
O	16.787	-2.202	25.054	-0.53	0.21	0.055
O	13.458	1.703	25.518	0.096	0.387	0.028
O	13.163	-2.904	-3.6	-0.062	0.271	0.241
O	8.593	5.954	22.3	-0.42	-0.213	-0.439
O	14.006	5.61	21.981	0.197	0.146	0.385
O	17.422	-7.088	22.827	-0.056	0.012	0.227
O	13.821	-5.211	22.111	0.234	-0.185	0.211
O	17.258	8.048	25.108	-0.052	0.241	0.322
O	17.753	-2.446	22.729	0.117	0.119	0.295
O	14.211	-0.721	24.963	0.559	-0.329	0.125
O	10.917	-4.044	-3.597	0.442	-0.028	0.328
O	19.119	-0.171	22.039	-0.148	0.115	0.115
O	20.538	1.75	22.998	0.646	0.423	0.267
O	16.545	2.808	22.146	0.161	0.169	0.438
O	18.428	4.44	22.955	-0.104	0.012	0.22
O	18.777	5.955	25.113	-0.105	-0.398	0.47
O	19.874	6.601	22.798	-0.251	0.28	0.294
O	23.931	-0.802	25.41	-0.12	-0.066	0.35
O	19.223	-5.351	22.06	-0.165	0.071	0.523
O	21.11	-3.685	22.929	-0.09	0.144	-0.057
O	23.036	-1.227	22.92	-0.827	-0.17	0.221
O	24.646	0.215	21.688	-0.101	-0.036	0.393
O	26.488	1.84	22.688	-0.035	-0.276	0.192
O	25.373	3.832	24.009	0.017	0.755	0.506
O	24.446	5.487	21.869	-0.015	-0.104	0.431
O	19.832	-8.143	-3.796	-0.38	0.395	0.458
O	-31.481	5.614	-3.352	0.306	-0.483	0.033
O	21.788	8.102	21.86	0.146	-0.141	0.261
O	23.185	-6.41	22.915	0.267	0.216	0.252
O	26.982	-3.115	21.84	0.589	0.168	-0.55
O	31.815	1.732	23.044	-0.084	0.071	0.026
O	24.601	-5.583	24.919	-0.016	0.191	0.762
O	27.727	4.168	22.719	-0.121	0.488	0.435
O	-31.31	2.176	24.642	0.347	0.071	-0.015
O	20.833	4.269	-6.165	-0.73	0.164	0.172
O	27.338	5.276	26.099	-0.29	-0.05	-0.062
O	31.733	7.169	22.718	-0.137	-0.021	0.44
O	27.894	7.467	24.765	0.845	0.148	-0.05
O	29.368	-5.821	22.36	-0.296	0.533	0.023
O	-15.259	-7.985	23.015	-0.09	-0.001	-0.072
O	25.309	-4.985	22.469	-0.674	-0.008	-0.052
O	-27.08	2.85	21.915	0.221	-0.172	0.233
O	-25.137	4.506	22.566	0.366	-0.382	0.109
O	-30.116	5.531	22.21	-0.165	0.231	0.132
O	-28.486	7.391	23.126	-0.326	-0.167	0.157
O	-32.387	7.603	24.982	0.369	-0.661	-0.127
O	-29.969	-5.455	22.075	0.16	0.148	0.544
O	-31.32	1.41	-5.889	-0.447	0.064	-0.068
O	-26.311	-1.85	23.029	0.141	-0.43	0.205
O	-24.619	0.015	22.174	0.335	0.05	0.634
O	-23.013	1.907	22.993	-0.42	0.319	0.467
O	-26.89	-1.428	-6.216	0.063	0.2	0.403
O	-31.915	8.141	-3.564	-0.719	-0.191	-0.037
O	-21.839	8.159	22.191	-0.101	0.188	0.412
O	-23.485	6.41	23.158	0.209	-0.197	0.619
O	-26.729	-6.904	22.97	-0.353	0.407	0.283
O	-24.718	-5.414	22.191	0.222	-0.049	0.325
O	-31.965	-4.702	-6.588	0.474	-0.149	-0.38
O	-27.539	1.606	-4.148	-0.074	-0.17	-0.368
O	-18.92	-0.058	22.037	0.256	-0.15	0.029
O	-17.58	2.01	23.091	-0.568	0.268	0.444
O	-14.742	-1.05	23.228	0.314	-0.241	0.167
O	-22.019	-0.248	25.295	-0.296	0.562	0.351
O	-21.044	3.65	22.876	-0.264	0.239	0.319
O	-19.254	5.314	22.022	0.143	-0.262	0.09
O	-20.383	-6.916	-1.352	-0.503	0.569	-0.311
O	-23.236	-5.261	25.533	-0.016	-0.359	-0.316
O	-11.48	-2.2	25.215	-0.238	0.293	0.481
O	-9.614	6.542	-2.897	0.134	-0.117	0.227
O	-13.807	7.589	25.141	0.169	-0.31	0.314
O	-20.513	-6.985	-5.736	-0.015	0.239	-0.391
O	-18.344	7.31	23.219	0.261	0.168	0.03
O	-13.863	-5.717	22.421	-0.11	-0.012	0.408
O	-12.699	-3.668	23.46	-0.163	-0.01	0.231
O	-10.115	-1.804	23.022	-0.076	-0.016	-0.056
O	-8.182	-0.193	22.242	-0.043	0.126	0.499
O	-11.098	2.529	22.292	0.13	0.275	0.174
O	-5.996	1.064	23.03	0.231	0.056	-0.088
O	0.503	0.162	24.764	0.244	-0.263	-0.376
O	-9.356	4.045	23.323	0.052	0.245	0.075
O	-9.904	-6.341	-1.161	-0.146	0.229	-0.143
O	-8.814	7.127	25.36	0.333	-0.263	0.007
O	-9.817	-5.751	25.785	0.455	-0.364	-0.223
O	-11.804	-7.098	24.78	0.259	0.079	-0.613
O	-4.574	-2.001	22.966	0.045	0.291	0.242
O	-8.23	-5.483	22.323	-0.076	0.034	0.316
O	-2.383	-5.798	25.123	0.333	-0.477	0.417
O	0.474	3.655	23.385	-0.408	-0.3	0.024
O	-4.97	4.286	-0.902	-0.477	-0.44	-0.318
O	-2.961	5.36	22.361	0.274	0.08	0.411
O	-1.395	7.14	23.451	0.422	0.33	0.216
O	-5.513	7.956	22.126	0.053	-0.055	0.186
O	-3.659	-6.99	23.194	0.573	-0.14	0.194
O	9.547	4.22	24.09	0.416	0.193	0.311
O	-1.314	5.01	24.903	-0.287	-0.208	0.016
O	4.547	6.483	23.273	0.211	-0.106	0.488
O	0.683	-6.545	-1.117	0.312	-0.069	-0.22
O	-4.215	-4.54	23.627	0.353	-0.02	-0.241
O	8.065	-7.938	-4.521	-0.247	0.194	0.119
O	7.586	3.978	-6.492	0.007	-0.024	0.311
O	6.674	-1.391	-1.478	0.652	-0.13	-0.17
O	11.283	-7.741	25.39	0.084	-0.367	0.606
O	10.531	4.089	-4.861	0.384	-0.254	-0.106
O	11.467	6.07	-2.729	0.525	-0.315	-0.087
O	14.942	-7.34	-1.902	0.063	0.181	0.007
O	14.142	-4.58	25.29	-0.015	0.176	0.2
O	24.413	-6.055	-3.195	0.278	-0.414	-0.317
O	6.264	-1.893	-4.074	-0.386	0.178	-0.463
O	-5.142	-2.86	25.378	-0.634	0.214	0.343
O	12.53	4.246	23.48	-0.44	-0.482	0.283
O	-2.802	-2.791	-0.208	-0.053	-0.19	-0.148
O	16.647	-4.602	24.297	0.662	-0.116	0.095
O	-18.47	7.958	-0.175	-0.098	0.26	-0.442
O	-20.578	1.194	23.691	0.258	0.185	-0.492
O	9.737	0.996	-1.217	-0.337	-0.184	-0.148
O	18.201	-2.319	-3.56	0.309	-0.114	-0.535
O	13.376	-2.488	-0.288	0.06	0.118	-0.234
O	-5.05	3.842	23.193	-0.09	-0.192	0.032
O	20.88	2.368	25.556	0.013	-0.22	0.52
O	16.436	2.398	-3.749	0.194	-0.002	0.207
O	15.801	-5.899	-6.405	0.28	-0.079	-0.046
O	17.366	-6.673	-1.712	0.241	0.527	-0.36
O	19.172	-2.829	-1.003	-0.194	0.234	0.095
O	19.874	-4.375	-4.503	0.163	0.16	-0.188
O	-19.092	-7.442	-3.573	0.725	-0.32	-0.004
O	27.256	5.408	-3.633	0.29	0.192	-0.392
O	-9.622	2.632	-4.73	-0.146	0.215	0.454
O	29.862	5.521	21.945	0.137	0.073	0.246
O	22.822	4.084	-1.748	-0.28	-0.132	-0.174
O	28.619	-0.732	-1.452	-0.19	0.318	-0.327
O	-20.701	-1.588	-1.246	-0.077	0.61	-0.335
O	20.712	6.741	-1.652	0.256	-0.322	-0.145
O	-22.271	1.081	-1.285	0.195	-0.422	-0.07
O	10.13	3.915	-2.243	0.201	-0.499	0.42
O	25.55	-1.812	23.665	0.071	0.596	-0.073
O	-25.742	-0.251	-3.729	0.252	-0.064	-0.028
O	-27.798	-7.629	-5.52	0.065	0.068	-0.195
O	-29.842	2.669	-0.285	0.033	-0.035	-0.104
O	31.621	1.456	-1.596	0.057	0.297	-0.173
O	29.241	3.639	-3.799	0.017	-0.492	-0.102
O	26.246	6.658	-1.583	0.599	0.091	-0.045
O	26.002	-4.539	-1.678	0.573	-0.395	0.102
O	-5.561	2.264	25.271	0.213	-0.003	0.619
O	30.856	-5.674	-6.106	0.089	-0.218	0.439
O	27.986	0.312	-6.089	-0.264	-0.4	-0.177
O	-5.431	-5.359	-0.238	-0.112	-0.017	-0.627
O	8.07	2.782	-0.313	-0.038	0.13	-0.136
O	-1.49	-4.039	23.466	0.149	-0.122	0.233
O	-28.567	1.552	23.35	-0.487	-0.045	0.423
O	-6.831	-0.081	25.265	0.139	-0.547	0.086
O	-16.729	-0.72	-3.399	0.336	-0.375	0.208
O	-11.326	6.881	25.874	-0.31	-0.623	0.154
O	-28.715	-3.958	-1.729	-0.233	-0.304	-0.427
O	-22.045	-2.307	-3.359	-0.565	-0.186	-0.098
O	-16.518	3.531	25.095	0.011	-0.283	0.639
O	29.656	-5.19	-3.603	-0.275	-0.05	-0.156
O	-26.726	0.615	24.908	-0.005	-0.323	-0.342
O	-30.115	-2.88	-3.668	-0.467	-0.291	-0.113
O	-22.745	2.925	-3.054	-0.117	0.486	0.322
O	-12.008	7.068	23.285	0.612	0.293	0.111
O	2.163	-1.068	-3.393	0.11	-0.434	-0.388
O	5.438	2.761	22.037	-0.157	-0.024	0.096
O	-29.737	8.001	-0.716	-0.083	-0.267	-0.559
O	-28.755	-1.463	23.893	0.12	0.362	-0.036
O	-32.282	-7.187	-6.33	0.342	0.08	-0.221
O	15.31	5.679	-0.979	-0.084	-0.25	-0.108
O	-18.092	-1.074	-5.634	0.148	0.275	-0.097
O	-13.153	1.462	-1.073	-0.059	0.281	-0.427
O	-18.903	2.656	-0.281	0.074	-0.117	-0.34
O	-15.615	-1.726	-5.623	-0.133	-0.048	-0.001
O	-16.519	-4.22	-0.608	0.472	0.34	-0.085
O	-26.819	5.529	-3.665	-0.251	0.237	-0.143
O	-21.621	-8.005	-3.607	-0.235	-0.223	0.387
O	-17.63	-5.255	-2.642	-0.069	-0.575	-0.228
O	-4.752	-4.039	-5.397	0.068	-0.261	-0.308
O	-23.151	-6.816	-5.322	-0.18	-0.173	0.213
O	-31.304	-6.413	-1.761	-0.092	0.275	0.024
O	-9.133	-4.184	-5.783	-0.038	0.072	-0.037
O	-15.926	6.218	24.597	0.019	-0.188	-0.43
O	-26.042	4.387	-1.407	0.268	0.182	-0.154
O	-13.911	3.794	-3.718	0.059	-0.776	0.029
O	-21.008	5.254	-3.612	-0.392	-0.222	-0.241
O	-18.597	-4.221	23.157	-0.163	0.15	0.404
O	-1.292	-4.442	-4.619	-0.533	0.294	-0.085
O	16.372	5.654	-6.615	-0.342	0.12	0.107
O	23.032	-1.342	-1.759	-0.347	0.262	-0.126
O	1.723	6.489	-2.693	-0.477	0.205	0.74
O	29.772	-7.827	-4	0.482	-0.037	0.187
O	-12.94	0.856	23.226	0.181	-0.095	0.147
O	-17.832	-6.991	-5.808	0.678	-0.026	0.33
O	-31.694	-7.258	22.892	0.354	0.089	0.401
O	-5.183	-3.074	-3.011	0.416	-0.011	-0.242
O	-7.303	4.061	24.792	-0.038	0.345	0.025
O	14.505	4.951	25.184	0.119	-0.06	-0.106
O	-14.918	-0.563	-1.008	-0.323	0.11	-0.29
O	-15.849	6.919	-4.728	-0.179	0.516	-0.062
O	-2.858	4.399	-3.237	0.171	0.23	0.678
O	-9.897	7.597	-5.361	-0.478	0.291	-0.004
O	16.771	3.538	25.466	0.17	0.167	-0.228
O	-4.217	6.73	-1.219	0.093	-0.072	0.489
O	8.229	2.199	25.077	-0.153	-0.327	-0.359
O	-23.246	-1.47	-5.562	-0.479	-0.298	0.366
O	-1.465	0.898	-1.215	0.241	-0.541	0.19
O	-3.894	5.345	-5.445	0.359	0.205	0.047
O	9.119	-3.815	-1.611	-0.052	0.298	-0.154
O	12.015	1.677	-2.388	0.153	0.434	-0.476
O	-7.312	-5.023	25.534	0.224	0.341	-0.357
O	29.578	-5.14	24.885	-0.644	0.163	-0.137
O	0.966	4.365	25.941	0.575	0.372	-0.102
O	-20.631	-1.401	23.34	0.025	-0.492	0.289
O	-7.225	-7.43	-6.182	-0.163	0.446	0.38
O	20.08	-0.86	-2.535	0.622	-0.226	-0.041
O	-0.157	0.322	-3.335	0.145	0.139	-0.218
O	-0.975	3.841	-5.13	-0.254	0	-0.548
O	4.034	6.525	-1.395	0.567	-0.39	-0.105
O	3.92	5.918	-3.992	0.136	0.303	-0.415
O	0.657	-4.56	-2.82	0.53	0.09	-0.016
O	-24.407	4.824	-4.4	0.22	0.501	-0.081
O	-26.433	4.256	-5.984	-0.342	-0.225	0.141
O	-0.598	5.553	-3.199	-0.178	0.399	0.338
O	-12.212	-4.689	25.8	-0.383	0.053	0.208
O	-7.504	1.335	-3.736	0.222	0.412	-0.169
O	12.946	3.668	-0.946	0.389	0.33	0.011
O	4.516	-1.299	23.165	0.09	0.053	-0.159
O	3.267	-6.634	-5.596	-0.53	-0.159	0.134
O	-25.768	0.902	-6.039	0.148	0.452	-0.267
O	-31.775	6.659	-5.737	0.176	-0.548	0.028
O	-31.623	4.227	-1.236	-0.188	-0.047	-0.246
O	21.671	-3.067	-3.209	-0.443	0.242	-0.131
O	28.207	-1.614	23.309	-0.079	0.268	0.41
O	15.614	-2.398	-3.162	-0.079	0.345	0.508
O	22.99	0.764	-6.093	-0.139	0.447	0.468
O	-28.249	1.202	-1.63	0.349	-0.481	-0.203
O	-32.27	0.492	-3.63	-0.41	0.057	-0.254
O	4.347	-4.359	-1.279	-0.208	-0.06	-0.503
O	-0.884	7.382	26.109	-0.276	0.032	0.302
O	12.404	-2.697	24.923	-0.182	0.061	0.101
O	-22.586	5.308	25.887	-0.208	0.295	-0.551
O	-1.705	7.323	-1.14	0.135	0.221	-0.294
O	-2.889	-0.196	22.109	-0.129	0.112	0.217
O	-17.793	1.662	-3.633	0.19	0.474	-0.179
O	17.62	4.777	-1.516	0.27	0.019	-0.417
O	7.501	-4.427	25.078	0.284	0.291	-0.016
O	30.17	7.926	-0.481	0.061	-0.097	-0.135
O	-29.925	-6.549	-4.099	0.014	0.427	-0.247
O	14.632	-4.222	-1.632	0.142	-0.364	-0.152
O	4.654	-0.281	-2.8	-0.061	-0.021	0.352
O	13.125	7.874	-3.419	0.357	-0.22	-0.237
O	-20.68	-1.134	-5.203	-0.008	-0.371	0.044
O	-18.441	-6.003	24.977	0.33	0.15	-0.09
O	-30.019	-0.481	-4.65	0.268	0.052	0.031
O	22.971	-7.701	25.158	-0.127	-0.364	-0.316
O	26.892	2.681	-5.762	-0.24	0.208	0.3
O	-25.864	6.834	-5.692	0.064	0.066	-0.277
O	28.826	-6.663	-1.653	-0.335	0.607	-0.161
O	-32.613	-2.604	21.988	0.155	-0.059	0.553
O	-15.892	-6.727	-1.036	-0.039	-0.219	-0.024
O	22.726	-6.259	-1.263	-0.014	0.29	-0.141
O	-3.339	-8.011	-3.074	0.044	-0.205	-0.217
O	-28.11	6.035	-1.457	-0.159	0.303	-0.501
O	-31.011	-0.738	22.872	-0.077	0.611	0.048
O	17.686	1.593	-5.896	0.482	-0.066	-0.015
O	26.755	-6.63	23.98	0.126	0.061	0.226
O	-18.487	5.999	-4.455	-0.132	0.485	0.257
O	-6.603	-3.593	23.193	-0.561	0.146	0.435
O	23.153	-1.183	-4.331	0.718	-0.171	-0.174
O	21.946	-5.222	24.926	-0.516	-0.105	0.738
O	-9.486	-1.511	-1.546	0.292	-0.215	-0.148
O	18.284	-4.101	-6.666	0.041	-0.295	-0.302
O	-6.855	-3.219	-1.007	-0.592	0.163	-0.216
O	-20.098	-6.39	22.992	0.246	-0.288	0.333
O	1.203	2.354	-5.208	-0.012	-0.203	0.284
O	-25.455	5.535	24.918	-0.135	0.448	0.395
O	2.535	-4.579	25.732	0.044	0.188	-0.298
O	31.632	4.207	-2.87	-0.193	-0.174	0.36
O	22.6	6.108	-6.349	0.74	-0.24	-0.401
O	-20.449	5.268	-6.113	0.295	-0.088	-0.103
O	30.399	1.417	-5.961	0.439	-0.287	-0.145
O	23.592	-8.007	-5.54	0.035	0.184	0.465
O	3.244	3.529	-3.164	-0.233	-0.164	-0.016
O	28.393	4.597	-1.441	-0.305	0.591	-0.168
O	13.368	7.364	-0.723	-0.566	-0.246	0.089
O	-1.85	0.144	25.732	0.309	-0.35	0.225
O	-20.617	6.687	24.746	-0.135	-0.101	-0.267
O	-3.47	-7.093	-0.727	0.644	0.418	-0.338
O	-19.696	-3.484	-2.761	0.134	0.312	0.053
O	5.728	4.085	-3.735	0.149	-0.517	-0.264
O	-16.535	-2.755	22.345	0.079	-0.153	0.597
O	-13.686	-2.65	-0.174	-0.083	0.209	-0.452
O	31.156	-0.972	-2.432	0.24	-0.412	0.146
O	-12.551	-4.486	-1.526	0.517	-0.144	-0.221
O	-3.099	-6.334	-4.948	-0.214	0.374	-0.717
O	1.232	-2.178	25.739	-0.071	0.029	-0.109
O	-25.854	-1.283	-1.435	-0.067	0.41	-0.218
O	10.575	-8.009	-3.801	0.078	0.054	0.677
O	-19.43	-0.305	25.535	0.607	-0.171	-0.335
O	-11.58	4.875	-3.218	0.196	-0.323	-0.037
O	-28.296	3.648	-2.61	-0.452	0.141	0.187
O	-2.564	1.367	-3.659	0.025	-0.141	-0.366
O	3.045	-0.45	25.096	0.44	0.001	0.484
O	-15.01	-4.9	-2.601	0.046	-0.206	-0.184
O	21.21	6.031	-4.109	-0.45	-0.163	-0.118
O	0.597	-1.205	-1.296	-0.049	0.315	0.027
O	-7.501	6.948	-4.465	0.323	-0.493	0.184
O	-22.644	-2.752	25.502	-0.286	-0.068	0.189
O	-30.989	-2.573	24.814	-0.161	-0.478	-0.198
O	-24.53	-0.77	25.501	-0.156	-0.036	-0.408
O	25.869	7.274	23.03	-0.277	-0.011	0.332
O	24.235	-3.328	-3.203	0.176	0.172	-0.192
O	11.542	-5.119	25.381	-0.209	0.113	-0.029
O	-23.987	7.866	-0.315	-0.019	0.089	-0.082
O	-13.034	-1.481	-5.421	0.629	-0.002	-0.351
O	30.267	5.964	-4.245	-0.194	-0.057	0.477
O	-27.836	-1.803	-3.03	-0.236	0.152	-0.385
O	25.791	-6.769	-5.717	-0.029	0.378	-0.168
O	-4.892	4.723	25.615	0.07	-0.165	0.004
O	-11.318	-7.035	-3.231	-0.216	-0.158	0.322
O	-22.818	-3.977	23.211	0.326	0.414	-0.009
O	10.701	-5.321	-0.326	-0.003	-0.129	-0.338
O	-26.928	8.061	25.252	-0.245	-0.31	0.029
O	-13.714	-2.83	-3.293	-0.461	-0.037	-0.324
O	-19.26	3.537	-4.602	0.361	-0.049	-0.2
O	-17.444	0.692	-1.226	0.124	-0.273	0.066
O	-20.438	4.434	-1.198	0.39	-0.194	-0.357
O	10.647	-0.31	-3.303	0.125	-0.214	-0.018
O	-15.434	3.511	22.827	0.033	-0.127	0.188
O	-16.568	5.735	-0.254	-0.249	-0.115	-0.581
O	-8.767	-7.363	-3.378	0.664	0.147	-0.252
O	20.604	-0.107	24.791	0.053	-0.153	-0.479
O	-7.581	6.679	23.072	0.032	-0.629	0.335
O	-9.606	-4.893	-3.308	-0.464	0.16	0.1
O	31.692	3.239	25.192	-0.005	0.207	0.109
O	2.458	6.9	24.729	-0.368	-0.103	0.52
O	9.268	-6.279	24.776	-0.379	-0.646	-0.131
O	-9.802	3.438	25.83	-0.338	-0.389	-0.087
O	6.661	4.677	-1.375	-0.069	0.41	-0.073
O	-6.426	1.258	-1.304	0.036	0.046	0.044
O	-8.236	2.825	-0.313	-0.173	-0.113	-0.144
O	-30.043	1.894	-3.54	-0.176	0.221	0.203
O	0.436	7.346	-4.885	-0.089	0.307	0.175
O	-12.036	-6.993	-5.784	0.177	-0.461	-0.076
O	-6.731	6.26	-1.197	-0.07	-0.343	-0.41
O	24.415	2.5	-3.212	-0.28	-0.221	-0.297
O	11.523	0.616	-5.682	0.358	0.278	0.27
O	-11.07	0.053	-0.323	0.061	0.148	-0.392
O	4.55	-5.753	-3.499	-0.335	0.406	-0.222
O	-6.841	-1.007	-2.564	-0.153	-0.288	-0.4
O	-25.46	-7.16	-1.761	0.088	-0.384	-0.373
O	-4.991	-5.729	-3.355	-0.356	-0.054	0.587
O	16.069	1.03	25.582	-0.151	-0.176	0.423
O	20.968	-2.683	25.359	-0.382	-0.126	0.167
O	-9.144	-3.33	24.847	-0.021	0.049	-0.194
O	2.532	-8.098	-0.223	0.064	0.198	-0.192
O	-30.469	-0.119	25.401	-0.023	-0.441	0.536
O	3.204	2.236	26.057	-0.415	-0.238	-0.474
O	-27.289	-5.759	-0.856	0.095	-0.211	0.478
O	-15.025	3.966	-1.323	0.017	-0.427	-0.072
O	-21.859	2.854	25.196	0.377	-0.121	0.677
O	3.97	2.516	-0.818	0.572	0.623	-0.215
O	6.57	6.591	-3.247	0.15	0.303	0.605
O	-19.137	-5.014	-4.731	-0.467	0.21	-0.252
O	2.425	1.199	-2.304	-0.325	-0.33	0.209
O	12.769	6.762	24.275	0.379	0.048	0.345
O	-13.704	5.367	22.238	-0.172	0.035	0.495
O	12.368	-6.761	-1.516	-0.237	0.341	-0.507
O	-13.666	-8.116	-0.396	-0.06	0.07	-0.244
O	-22.102	7.284	-6.135	-0.111	0.005	-0.256
O	2.567	-2.675	-0.379	-0.155	0.022	-0.29
O	5.271	0.27	-0.174	-0.298	0.025	-0.504
O	9.218	6.408	-1.445	-0.095	0.245	-0.661
O	23.024	3.943	25.33	0.252	0.427	0.153
O	11.075	5.28	-0.211	-0.408	0.25	0.534
O	14.805	-4.855	-4.136	-0.177	-0.022	-0.2
O	-26.925	3.257	24.896	-0.093	0.198	-0.291
O	27.469	-6.708	-3.742	-0.451	-0.475	0.192
O	-2.571	-3.35	25.852	0.268	0.211	0.226
O	-1.136	-6.45	-3.037	0.176	-0.705	0.08
O	-29.845	-1.753	-1.261	0.283	0.344	-0.157
O	8.487	-3.375	-4.142	0.363	0.048	-0.388
O	30.961	7.508	-6.178	-0.157	-0.124	-0.22
O	9.028	-0.164	-5.251	-0.212	0.021	-0.35
O	12.422	-4.105	-5.811	0.099	-0.437	0.197
O	31.214	-3.292	-4.626	0.819	-0.188	0.07
O	15.863	4.948	-3.472	-0.227	0.376	-0.627
O	14.997	3.684	-5.609	-0.178	-0.485	-0.169
O	-9.765	5.145	-5.815	0.617	-0.014	0.426
O	21.934	-5.688	-3.745	-0.112	-0.044	-0.727
O	15.3	-6.785	24.445	-0.418	-0.012	-0.006
O	29.941	0.047	22.244	0.009	-0.031	0.452
O	-8.825	-2.441	-3.886	0.39	0.158	0.033
O	-14.461	6.158	-2.689	0.387	0.127	0.693
O	-22.471	6.025	-1.379	-0.516	0.058	-0.365
O	-31.956	-0.341	-1.109	0.207	-0.031	0.064
O	28.114	-5.737	-6.036	-0.069	-0.296	-0.265
O	-3.923	0.912	-5.856	-0.188	0.439	-0.299
O	18.872	2.794	-0.46	-0.369	0.095	-0.297
O	-24.08	-2.832	-0.425	-0.119	0.02	-0.501
O	-13.914	-2.765	25.796	-0.383	-0.277	-0.214
O	19.008	-8.129	-0.402	0.087	-0.068	-0.004
O	7.066	1.559	-5.643	-0.658	-0.057	0.195
O	15.681	7.313	23.041	-0.156	-0.382	0.141
O	31.876	-2.502	25.909	-0.144	0.188	-0.599
O	17.637	-0.922	-1.515	-0.144	0.334	-0.365
O	6.407	-3.965	-5.653	-0.156	0.021	0.162
O	9.951	1.806	23.059	0.428	0.12	0.065
O	24.562	-2.794	-0.386	0.083	-0.188	0.194
O	-32.128	3.978	23.001	-0.1	0.37	0.356
O	-29.555	7.206	-4.257	0.095	-0.408	0.145
O	22.824	4.083	-4.485	-0.023	-0.47	-0.39
O	11.158	-1.938	-5.202	-0.172	-0.074	-0.432
O	24.484	-8.072	-0.531	-0.162	-0.031	-0.703
O	-8.275	8.13	-0.281	0.203	0.249	-0.31
O	24.727	5.156	-3.096	-0.042	-0.008	-0.27
O	1.14	-3.947	-5.311	0.544	-0.021	-0.082
O	-16.157	-7.498	25.34	0.369	0.554	-0.041
O	5.493	-7.87	-4.842	0.101	0.26	-0.547
O	29.255	0.093	-3.845	-0.189	0.321	0.095
O	-15.344	1.371	-2.643	0.106	0.372	-0.463
O	-22.94	2.977	-5.551	0.299	-0.437	0.042
O	9.095	-5.856	-3.385	-0.086	-0.123	0.198
O	9.456	5.873	-6.391	0.094	0.274	0.124
O	29.951	2.805	-0.382	-0.245	-0.025	-0.072
O	26.132	0.769	-4.2	0.01	-0.499	0.08
O	-8.628	0.661	-6.066	-0.224	0.076	-0.098
O	-11.321	-1.919	-3.423	-0.099	-0.504	0.159
O	11.651	-0.166	25.083	-0.533	-0.187	-0.108
O	-9.411	-7.684	23.2	-0.701	-0.038	0.262
O	29.948	-2.653	-0.309	-0.19	-0.007	0.177
O	3.388	0.898	-4.726	0.636	0.011	-0.105
O	-32.456	-5.71	-4.172	-0.329	0.346	0.375
O	20.958	8.143	-6.138	0.032	0.083	-0.251
O	1.395	-0.09	-6.061	-0.132	0.018	0.308
O	10.857	2.335	25.44	0.169	0.199	-0.004
O	18.696	-1.568	-6.811	0.03	0.281	0.155
O	-18.755	-2.81	-0.13	-0.083	-0.038	-0.165
O	21.368	0.796	-4.085	0.176	0.309	0.135
O	28.048	-8.068	22.243	0.33	-0.398	-0.098
O	-25.984	7.004	22.94	0.279	0.109	-0.73
O	3.377	-7.971	-3.289	-0.378	0.253	0.15
O	-7.109	-7.417	24.372	0.536	0.199	-0.126
O	-5.013	0.599	-3.444	0.225	-0.315	0.325
O	6.905	6.467	-5.864	-0.212	0.024	-0.399
O	32.06	6.31	-1.387	0.344	0.43	-0.178
O	26.964	2.894	-2.799	0.216	-0.105	0.243
O	7.196	0.41	-3.323	0.283	0.423	0.413
O	-2.955	2.738	-0.227	-0.044	-0.011	-0.318
O	28.402	7.049	-5.849	-0.071	0.014	0.139
O	-25.053	2.32	-3.985	-0.149	0.051	0.684
O	-19.503	1.147	-5.572	-0.279	0.324	-0.482
O	12.47	-7.15	23.127	0.458	0.293	0.142
O	21.098	-1.115	-5.916	-0.246	-0.475	0.466
O	-22.472	0.303	-3.79	-0.531	0.112	-0.09
O	-0.114	-4.386	25.67	0.258	-0.392	0.291
O	31.216	-6.923	23.968	-0.227	-0.151	0.161
O	-24.302	2.606	-0.497	-0.042	0.127	-0.152
O	25.862	0.914	-1.585	-0.11	-0.721	-0.076
O	31.357	3.799	-5.425	0.407	0.028	-0.068
O	16.184	-7.19	-4.149	0.354	-0.581	-0.261
O	3.517	-6.93	24.963	0.692	-0.164	-0.521
O	1.229	-7.479	25.924	0.114	0.404	0.247
O	-8.541	1.714	24.501	0.065	-0.234	-0.522
O	11.972	4.945	25.99	-0.149	-0.294	-0.198
O	13.934	3.162	-3.332	-0.252	-0.134	-0.052
O	31.35	-4.414	23.087	0.289	0.262	0.774
O	16.529	-2.394	-5.571	-0.317	-0.209	-0.14
O	7.888	-8.007	-0.435	-0.002	0.241	-0.654
O	8.206	4.647	-3.68	0.162	0.462	-0.333
O	16.046	0.146	0.001	0.009	0.085	-0.133
O	18.99	-6.518	-5.775	0.018	0.104	-0.601
O	31.316	-4.019	-1.963	0.527	-0.143	-0.185
O	25.514	0.598	-6.784	0.303	-0.365	-0.431
O	14.413	1.579	-1.296	0.164	-0.152	-0.339
O	-16.418	4.638	-3.551	-0.446	-0.399	0.091
O	20.702	1.44	-1.615	0.422	0.126	-0.197
O	-0.159	-2.231	-3.679	-0.361	0.25	-0.236
O	-13.275	6.012	-4.954	0.268	0.371	-0.868
O	22.432	-8.137	-3.048	0.517	-0.171	0
O	-27.152	-3.922	-5.379	-0.329	-0.496	0.162
O	-7.106	-4.429	-4.16	-0.013	-0.096	0.109
O	25.8	7.103	-6.543	-0.481	-0.207	-0.123
O	3.996	3.894	-5.691	-0.096	0.214	0.007
O	-11.704	6.603	-1.236	-0.002	0.163	-0.189
O	9.051	2.129	-3.949	-0.027	0.036	-0.027
O	-3.264	6.755	25.336	-0.322	0.398	-0.573
O	23.983	1.659	24.554	0.159	-0.246	-0.138
O	-11.923	3.717	-5.508	-0.293	-0.239	-0.479
O	20.411	-4.855	-1.822	-0.309	-0.329	-0.111
O	-24.698	-4.759	-5.365	0.294	0.244	0.372
O	-0.092	5.412	-0.3	0.015	0.224	-0.121
O	-13.304	-0.223	-3.106	0.211	0.277	-0.394
O	23.355	-3.185	24.427	0.462	-0.362	0.072
O	6.437	-4.215	-2.921	0.073	0.241	0.055
O	-9.389	-0.691	25.318	-0.226	0.139	0.238
O	-31.67	-2.237	-5.728	-0.534	0.39	0.496
O	18.506	1.635	24.717	-0.217	0.031	-0.363
O	18.828	1.28	-3.534	-0.033	0.262	0.218
O	20.751	4.613	24.27	0.27	-0.105	-0.191
O	14.816	1.223	23.263	-0.033	-0.15	0.135
O	-1.291	1.325	23.302	0.129	-0.007	-0.003
O	15.262	-3.059	22.816	-0.156	0.447	0.323
O	-18.513	7.797	25.75	-0.054	-0.188	0.641
O	11.799	-0.602	-1.057	-0.057	-0.138	-0.252
O	-18.34	5.321	24.935	-0.143	-0.717	0.205
O	-12.97	-5.267	-4.053	-0.247	0.115	-0.415
O	5.129	-5.122	25.933	0.209	-0.286	0.144
O	2.007	-0.741	22.728	-0.299	0.341	0.23
O	29.308	-3.531	-6.421	-0.466	0.4	-0.257
O	30.207	-1.126	-5.906	0.452	0.013	-0.121
O	16.842	7.174	-2.511	0.44	-0.129	0.098
O	1.37	4.938	-4.813	0.527	-0.03	0.118
O	-0.728	2.906	-2.713	0.237	0.087	0.402
O	-24.381	3.345	25.601	-0.084	-0.791	-0.295
O	-5.315	5.294	-3.253	-0.329	0.256	-0.273
O	-17.398	-3.107	-4.13	0.119	-0.267	-0.126
O	-16.805	4.967	-6.167	0.021	-0.485	0.018
O	-20.382	1.682	-3.09	0.166	-0.013	0.293
O	26.811	-3.968	24.324	0.468	0.115	0.317
O	29.29	-2.596	-3.137	-0.758	-0.021	0.006
O	-0.751	-6.871	-5.659	0.008	0.371	-0.228
O	-29.203	-2.56	-6.155	-0.287	-0.259	-0.383
O	27.602	2.842	24.889	0.288	-0.44	-0.041
O	-25.453	-7.022	-6.586	0.072	-0.017	-0.335
O	-20.754	-4.553	24.747	-0.005	-0.085	0.536
O	9.877	-6.55	-5.854	-0.034	0.197	-0.014
O	-15.361	1.323	24.227	0.123	-0.21	0.183
O	1.576	3.518	-1.156	-0.272	-0.019	-0.438
O	-21.911	-3.992	-1.342	-0.01	-0.506	-0.359
O	-27.82	-7.471	-2.903	-0.135	-0.277	0.193
O	-5.225	-8	-4.671	0.313	-0.342	-0.208
O	-20.09	6.947	-1.97	0.589	-0.05	0.398
O	5.735	2.934	25.687	-0.203	-0.008	-0.408
O	24.52	2.741	-0.356	0.028	-0.074	-0.148
O	-4.853	-1.397	-0.996	0.113	0.626	-0.353
O	-5.861	6.695	-6.576	-0.228	-0.051	-0.261
O	-25.494	-2.871	-3.604	0.401	0.227	0.226
O	-4.257	0.112	24.896	0.154	-0.064	-0.527
O	25.567	7.473	-3.992	-0.248	0.389	0.346
O	29.227	3.603	-6.808	0.157	0.241	-0.113
O	16.718	-0.181	-4.179	-0.291	0.046	0.206
O	-4.617	2.972	-4.449	-0.553	-0.05	-0.06
O	-0.694	2.487	25.45	-0.314	0.034	0.418
O	-13.859	-0.197	25.57	0.12	0.162	0.44
O	-9.976	4.611	-1.166	-0.084	-0.076	-0.537
O	-26.373	-5.325	-3.371	-0.12	0.079	-0.214
O	-9.735	0.09	-3.729	-0.286	0.089	0.126
O	-4.991	-6.288	25.428	0.148	-0.231	0.082
O	17.352	-4.955	-4.439	0.208	0.492	0.696
O	5.639	-2.639	25.226	-0.382	0.32	0.333
O	-27.161	-3.072	25.211	0.269	-0.397	0.046
O	26.226	-4.549	-4.368	0.22	0.518	-0.263
O	18.464	7.219	-5.902	-0.244	-0.438	0.502
O	-3.909	-1.653	-6.132	-0.128	0.05	0.422
O	-13.735	-7.869	-3.989	-0.143	0.263	0.342
O	-28.919	1.935	25.847	0.091	0.515	0.72
O	-28.097	-3.802	22.88	0.005	-0.17	0.343

Results
total energy: -406623.412 eV
total energy less fixed offsets of O -438.25, Si -107.07 eV per atom: -10.612 eV
